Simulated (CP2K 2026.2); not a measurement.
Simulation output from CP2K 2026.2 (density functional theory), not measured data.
Periodic cell of 2136 atoms, Si1432O704, from a study of silicon, its oxide and their interface. The atomic structure is a simulated model.
Doubt: the forces sum to 7.27 eV/angstrom along one axis rather than to zero, so they err by at least 0.0034 eV/angstrom per atom on average; the grid cutoff is modest.

Settings: functional PBE; method Gaussian and plane waves; basis set DZVP-MOLOPT-SR-GTH; pseudopotentials GTH-PBE; grid cutoff 300 Ry, relative cutoff 40 Ry; k points Gamma only; occupations fixed; spin none; net charge 0.

Cell vectors (angstrom)
a 32.664 0 0
b 0 32.664 0
c -0.0442 -0.2364 35.4568

Atoms: element, x, y, z (angstrom)
Si -0.352 0.277 -0.097
Si 2.044 3.278 -0.261
Si -0.076 5.529 0.333
Si 2.748 8.178 0.472
Si 0.555 10.316 0.054
Si 2.562 13.828 0.035
Si 0.117 15.85 -0.304
Si 2.527 19.33 0.057
Si 0.166 21.479 0.094
Si 2.787 24.21 0.218
Si -0.133 27.32 0.255
Si 2.859 29.642 0.031
Si 5.744 -0.023 0.021
Si 8.192 2.538 0.182
Si 4.878 6.043 -0.224
Si 7.871 8.445 0.039
Si 5.689 10.665 0.046
Si 8.693 13.472 -0.016
Si 5.447 16.215 -0.203
Si 8.193 19.024 -0.035
Si 5.111 22.037 0.121
Si 8.552 24.211 0.058
Si 5.075 27.417 0.046
Si 7.833 30.279 -0.06
Si 10.456 0.376 -0.01
Si 13.354 3.079 0.069
Si 11.157 5.306 0.102
Si 13.811 7.8 0.194
Si 10.682 11.122 0.385
Si 13.671 13.569 0.478
Si 11.674 15.867 0.156
Si 14.041 18.57 0.445
Si 10.71 21.931 0.033
Si 13.295 24.671 -0.256
Si 11.306 27.138 -0.042
Si 13.867 29.618 0.134
Si 16.595 -0.151 -0.019
Si 19.206 2.555 0.397
Si 16.157 5.659 0.248
Si 19.422 7.631 0.069
Si 15.797 11.371 0.097
Si 19.08 13.497 0.063
Si 16.152 16.406 -0.061
Si 19.342 19.399 -0.172
Si 16.808 21.289 -0.153
Si 19.329 24.011 -0.211
Si 16.137 27.465 -0.139
Si 18.898 30.397 0.054
Si 21.426 0.443 0.257
Si 23.98 3.499 0.068
Si 21.685 5.541 0.529
Si 24.55 8.007 0.563
Si 21.349 11.263 -0.257
Si 24.488 13.59 0.353
Si 22.298 15.732 -0.15
Si 24.996 18.376 0.18
Si 21.711 21.986 0.21
Si 24.384 24.987 -0.122
Si 22.05 27.089 0.106
Si 24.684 30.068 0.276
Si 27.455 -0.029 0.168
Si 30.011 2.402 0.07
Si 26.745 5.763 0.165
Si 30.469 7.75 -0.162
Si 26.709 11.465 -0.196
Si 29.451 14.209 -0.207
Si 27.214 16.285 0.438
Si 29.878 19.09 0.243
Si 27.518 21.185 -0.027
Si 29.777 24.448 -0.054
Si 26.681 27.656 -0.05
Si 29.538 30.302 -0.105
Si 1.215 1.513 1.149
Si 3.898 4.216 1.024
Si 1.317 6.817 1.673
Si 4.2 9.607 1.559
Si 1.441 12.154 1.274
Si 4.092 15.023 1.321
Si 1.292 17.581 1.058
Si 4.11 20.37 1.427
Si 1.198 23.099 1.456
Si 3.948 25.886 1.395
Si 1.3 28.66 1.508
Si 4.042 31.382 1.151
Si 6.782 1.356 1.579
Si 9.469 4.159 1.291
Si 6.637 6.867 1.234
Si 9.41 9.537 1.486
Si 6.897 12.35 1.198
Si 9.811 14.963 1.374
Si 6.902 17.512 1.218
Si 9.581 20.334 1.332
Si 6.865 23.102 1.297
Si 9.654 25.922 1.23
Si 6.721 28.636 1.239
Si 9.472 31.329 1.284
Si 12.162 1.432 1.258
Si 14.919 4.111 1.487
Si 12.24 6.773 1.558
Si 14.864 9.592 1.351
Si 12.24 12.23 1.703
Si 15.113 15.002 1.582
Si 12.498 17.426 1.698
Si 15.259 20.299 1.349
Si 12.315 23.119 1.254
Si 15.003 25.772 1.086
Si 12.365 28.509 1.513
Si 14.999 31.33 1.256
Si 17.629 1.316 1.534
Si 20.338 4.102 1.719
Si 17.768 6.771 1.504
Si 20.424 9.493 1.146
Si 17.542 12.313 1.39
Si 20.527 14.907 1.259
Si 17.96 17.645 1.02
Si 20.561 20.436 1.516
Si 17.769 22.983 1.211
Si 20.386 25.789 1.132
Si 17.729 28.647 1.18
Si 20.343 31.471 1.541
Si 23.101 1.636 1.343
Si 25.685 4.226 1.555
Si 23.07 6.834 1.865
Si 25.877 9.734 1.313
Si 22.991 12.148 1.336
Si 25.856 14.898 1.683
Si 23.235 17.393 1.331
Si 25.93 20.194 1.368
Si 23.35 23.244 1.207
Si 25.82 26.009 1.391
Si 23.122 28.713 1.435
Si 25.905 31.52 1.544
Si 28.601 1.371 1.607
Si 31.14 4.053 1.372
Si 28.629 6.831 1.13
Si 31.413 9.404 1.265
Si 28.512 12.368 1.064
Si 31.219 14.949 1.23
Si 28.658 17.644 1.607
Si 31.351 20.341 1.486
Si 28.523 22.977 1.251
Si 31.061 25.891 1.37
Si 28.457 28.661 1.189
Si 31.203 31.35 1.254
Si -0.084 2.734 2.699
Si 2.646 0.111 2.491
Si -0.052 8.214 2.889
Si 2.742 5.378 2.77
Si -0.04 13.528 2.559
Si 2.78 10.973 2.796
Si 0.08 18.913 2.675
Si 2.675 16.366 2.599
Si -0.163 24.523 2.714
Si 2.68 21.738 2.761
Si -0.09 30.072 2.704
Si 2.623 27.212 2.796
Si 5.282 2.854 2.556
Si 8.178 -0.042 2.814
Si 5.48 8.161 2.831
Si 8.061 5.513 2.601
Si 5.499 13.641 2.621
Si 8.097 10.973 2.775
Si 5.527 18.936 2.628
Si 8.3 16.28 2.653
Si 5.465 24.519 2.639
Si 8.18 21.698 2.685
Si 5.375 30.009 2.626
Si 8.167 27.247 2.548
Si 10.833 2.778 2.694
Si 13.566 0.03 2.587
Si 10.831 8.186 2.789
Si 13.614 5.455 2.902
Si 10.929 13.646 2.959
Si 13.601 10.81 2.908
Si 10.986 18.966 2.683
Si 13.791 16.194 3.089
Si 10.973 24.512 2.651
Si 13.749 21.722 2.562
Si 10.88 29.956 2.636
Si 13.728 27.065 2.706
Si 16.26 2.722 2.804
Si 18.989 0.049 2.949
Si 16.343 8.253 2.706
Si 18.967 5.458 2.986
Si 16.402 13.626 2.91
Si 18.996 10.835 2.587
Si 16.61 18.925 2.658
Si 19.183 16.329 2.578
Si 16.377 24.429 2.495
Si 19.092 21.744 2.761
Si 16.36 29.95 2.646
Si 19.065 27.208 2.525
Si 21.795 2.78 2.941
Si 24.433 0.206 2.734
Si 21.658 8.335 2.858
Si 24.478 5.483 3.089
Si 21.729 13.534 2.746
Si 24.431 10.9 2.742
Si 21.916 18.914 2.656
Si 24.458 16.23 2.94
Si 21.831 24.51 2.581
Si 24.579 21.731 2.582
Si 21.718 30.018 2.764
Si 24.47 27.318 2.798
Si 27.119 2.782 2.774
Si 29.962 -0.037 2.837
Si 27.312 8.28 2.57
Si 29.809 5.467 2.682
Si 27.318 13.515 2.793
Si 29.944 10.914 2.44
Si 27.254 19.001 2.884
Si 30.063 16.266 2.809
Si 27.211 24.489 2.586
Si 29.911 21.733 2.733
Si 27.229 30.001 2.75
Si 29.777 27.321 2.668
Si 1.322 4.049 4.078
Si 3.997 1.424 3.943
Si 1.386 9.588 4.131
Si 4.083 6.784 4.117
Si 1.338 14.941 3.948
Si 4.154 12.329 4.091
Si 1.368 20.326 4.078
Si 4.076 17.671 4.005
Si 1.26 25.831 4.088
Si 4.091 23.143 4.024
Si 1.33 31.43 3.984
Si 4.055 28.617 4.029
Si 6.72 4.132 3.974
Si 9.534 1.385 4.088
Si 6.805 9.569 4.158
Si 9.436 6.811 4.069
Si 6.871 14.962 4.022
Si 9.494 12.262 4.185
Si 6.821 20.341 4.037
Si 9.58 17.678 4.067
Si 6.832 25.885 3.975
Si 9.566 23.123 3.981
Si 6.755 31.271 4.073
Si 9.51 28.58 3.974
Si 12.19 4.076 4.14
Si 14.88 1.339 4.08
Si 12.194 9.495 4.21
Si 14.998 6.876 4.136
Si 12.314 14.915 4.338
Si 14.982 12.24 4.197
Si 12.355 20.392 3.978
Si 15.184 17.701 4.163
Si 12.315 25.795 4.074
Si 15.047 23.102 3.959
Si 12.243 31.322 3.991
Si 15.03 28.543 4.01
Si 17.593 4.067 4.229
Si 20.397 1.406 4.24
Si 17.694 9.558 4.104
Si 20.352 6.894 4.215
Si 17.834 15.02 4.103
Si 20.348 12.184 4.057
Si 17.794 20.341 4.108
Si 20.488 17.645 4.044
Si 17.713 25.832 3.905
Si 20.498 23.147 4.011
Si 17.634 31.261 4.151
Si 20.37 28.555 4.016
Si 23.106 4.106 4.348
Si 25.805 1.436 4.171
Si 23.114 9.59 4.183
Si 25.95 6.957 4.117
Si 23.089 14.846 4.19
Si 25.848 12.22 4.106
Si 23.219 20.37 3.992
Si 25.862 17.64 4.194
Si 23.104 25.869 4.044
Si 25.883 23.113 3.99
Si 23.107 31.403 4.074
Si 25.864 28.646 4.119
Si 28.498 4.147 4.107
Si 31.306 1.374 4.127
Si 28.635 9.591 3.975
Si 31.215 6.788 4.098
Si 28.652 14.913 4.125
Si 31.275 12.216 3.959
Si 28.603 20.402 4.159
Si 31.386 17.654 4.126
Si 28.513 25.866 4.023
Si 31.235 23.119 4.093
Si 28.582 31.287 4.16
Si 31.228 28.63 4.024
Si 0.016 0.039 5.464
Si 2.686 2.706 5.429
Si -0.032 5.444 5.419
Si 2.721 8.173 5.45
Si -0.021 10.931 5.422
Si 2.726 13.662 5.393
Si 0.052 16.265 5.442
Si 2.756 19.016 5.433
Si -0.022 21.726 5.401
Si 2.699 24.48 5.394
Si -0.073 27.245 5.397
Si 2.679 30.003 5.345
Si 5.385 0.048 5.335
Si 8.103 2.757 5.362
Si 5.452 5.454 5.46
Si 8.165 8.196 5.491
Si 5.434 10.924 5.485
Si 8.147 13.636 5.502
Si 5.46 16.319 5.371
Si 8.197 19.027 5.419
Si 5.448 21.748 5.37
Si 8.189 24.497 5.337
Si 5.451 27.236 5.357
Si 8.15 29.907 5.391
Si 10.905 0.007 5.412
Si 13.554 2.705 5.474
Si 10.814 5.459 5.447
Si 13.597 8.162 5.524
Si 10.862 10.897 5.536
Si 13.657 13.546 5.628
Si 10.911 16.359 5.516
Si 13.71 19.07 5.412
Si 10.952 21.755 5.34
Si 13.68 24.424 5.39
Si 10.899 27.212 5.343
Si 13.613 29.924 5.339
Si 16.258 -0.01 5.451
Si 19.009 2.757 5.557
Si 16.279 5.486 5.54
Si 18.993 8.221 5.55
Si 16.357 10.895 5.515
Si 19.094 13.594 5.476
Si 16.475 16.325 5.528
Si 19.159 19.005 5.458
Si 16.377 21.74 5.379
Si 19.088 24.502 5.333
Si 16.386 27.176 5.358
Si 19.031 29.892 5.441
Si 21.759 0.012 5.525
Si 24.492 2.742 5.612
Si 21.721 5.527 5.572
Si 24.51 8.225 5.494
Si 21.742 10.932 5.509
Si 24.52 13.56 5.518
Si 21.771 16.281 5.485
Si 24.518 19.056 5.473
Si 21.829 21.732 5.364
Si 24.493 24.468 5.361
Si 21.744 27.221 5.4
Si 24.478 30.016 5.427
Si 27.192 0.023 5.457
Si 29.905 2.763 5.423
Si 27.219 5.533 5.502
Si 29.918 8.216 5.428
Si 27.235 10.862 5.424
Si 29.988 13.546 5.449
Si 27.261 16.267 5.482
Si 29.985 19.016 5.462
Si 27.219 21.79 5.441
Si 29.891 24.518 5.415
Si 27.184 27.209 5.434
Si 29.93 29.929 5.489
Si 1.364 1.373 6.833
Si 4.07 4.077 6.777
Si 1.339 6.809 6.782
Si 4.072 9.54 6.819
Si 1.362 12.288 6.771
Si 4.093 14.991 6.78
Si 1.395 17.651 6.798
Si 4.094 20.41 6.773
Si 1.353 23.097 6.755
Si 4.078 25.864 6.722
Si 1.333 28.612 6.72
Si 4.056 31.335 6.723
Si 6.763 1.379 6.726
Si 9.458 4.091 6.783
Si 6.794 6.825 6.83
Si 9.515 9.531 6.884
Si 6.796 12.268 6.857
Si 9.527 14.995 6.851
Si 6.807 17.681 6.769
Si 9.576 20.417 6.738
Si 6.82 23.132 6.709
Si 9.542 25.851 6.717
Si 6.804 28.558 6.76
Si 9.519 31.293 6.736
Si 12.22 1.346 6.831
Si 14.905 4.092 6.841
Si 12.203 6.798 6.835
Si 14.962 9.544 6.864
Si 12.238 12.221 6.928
Si 15.049 14.977 6.876
Si 12.316 17.73 6.805
Si 15.023 20.429 6.801
Si 12.291 23.096 6.75
Si 15.016 25.826 6.733
Si 12.247 28.578 6.716
Si 14.918 31.277 6.783
Si 17.629 1.352 6.831
Si 20.357 4.144 6.899
Si 17.651 6.837 6.896
Si 20.398 9.563 6.88
Si 17.709 12.271 6.862
Si 20.439 14.938 6.873
Si 17.799 17.69 6.877
Si 20.494 20.393 6.79
Si 17.744 23.122 6.721
Si 20.408 25.843 6.758
Si 17.692 28.524 6.789
Si 20.384 31.273 6.812
Si 23.109 1.363 6.903
Si 25.862 4.158 6.877
Si 23.142 6.864 6.873
Si 25.876 9.559 6.852
Si 23.136 12.244 6.885
Si 25.885 14.936 6.853
Si 23.151 17.669 6.814
Si 25.884 20.409 6.816
Si 23.167 23.095 6.75
Si 25.827 25.829 6.766
Si 23.114 28.598 6.747
Si 25.836 31.331 6.821
Si 28.561 1.396 6.797
Si 31.284 4.098 6.796
Si 28.588 6.873 6.845
Si 31.303 9.55 6.792
Si 28.588 12.223 6.804
Si 31.335 14.927 6.808
Si 28.615 17.653 6.82
Si 31.315 20.391 6.818
Si 28.564 23.148 6.801
Si 31.268 25.863 6.774
Si 28.562 28.549 6.808
Si 31.311 31.314 6.799
Si 0.038 2.734 13.565
Si 2.723 0 13.572
Si -0.008 8.153 13.648
Si 2.752 5.435 13.577
Si 0.007 13.546 13.665
Si 2.674 10.866 13.646
Si -0.044 19.016 13.611
Si 2.719 16.298 13.624
Si -0.023 24.479 13.569
Si 2.705 21.753 13.554
Si 0.009 29.93 13.528
Si 2.723 27.211 13.57
Si 5.428 2.705 13.586
Si 8.186 0.014 13.601
Si 5.424 8.174 13.609
Si 8.152 5.429 13.636
Si 5.41 13.641 13.644
Si 8.154 10.917 13.634
Si 5.456 19.064 13.618
Si 8.148 16.409 13.616
Si 5.45 24.512 13.558
Si 8.184 21.814 13.586
Si 5.476 29.948 13.542
Si 8.169 27.22 13.529
Si 10.897 2.741 13.619
Si 13.586 0.023 13.567
Si 10.871 8.207 13.66
Si 13.591 5.487 13.665
Si 10.906 13.678 13.64
Si 13.615 10.894 13.69
Si 10.855 19.113 13.595
Si 13.627 16.352 13.616
Si 10.916 24.506 13.575
Si 13.592 21.805 13.6
Si 10.867 29.949 13.531
Si 13.635 27.219 13.561
Si 16.287 2.777 13.582
Si 19.039 -0.015 13.552
Si 16.299 8.197 13.736
Si 18.985 5.478 13.646
Si 16.338 13.605 13.684
Si 19.055 10.925 13.719
Si 16.362 19.05 13.637
Si 19.085 16.324 13.671
Si 16.334 24.506 13.549
Si 19.114 21.746 13.599
Si 16.369 29.933 13.565
Si 19.042 27.18 13.544
Si 21.742 2.709 13.597
Si 24.436 -0.009 13.523
Si 21.744 8.191 13.679
Si 24.491 5.444 13.618
Si 21.803 13.595 13.709
Si 24.495 10.885 13.696
Si 21.86 19.037 13.656
Si 24.559 16.292 13.7
Si 21.796 24.459 13.595
Si 24.532 21.734 13.611
Si 21.751 29.923 13.535
Si 24.505 27.155 13.552
Si 27.188 2.746 13.549
Si 29.973 0.012 13.485
Si 27.242 8.141 13.625
Si 29.955 5.464 13.597
Si 27.245 13.581 13.726
Si 29.98 10.849 13.671
Si 27.243 19.021 13.676
Si 29.931 16.278 13.678
Si 27.228 24.472 13.629
Si 29.921 21.771 13.627
Si 27.21 29.936 13.554
Si 29.891 27.214 13.526
Si 1.433 4.057 14.939
Si 4.07 1.355 14.962
Si 1.335 9.492 15.046
Si 4.073 6.797 14.965
Si 1.38 14.912 15
Si 4.015 12.264 14.978
Si 1.325 20.393 14.919
Si 4.083 17.669 14.962
Si 1.326 25.851 14.916
Si 4.072 23.126 14.882
Si 1.352 31.289 14.909
Si 4.124 28.584 14.891
Si 6.778 4.041 14.972
Si 9.547 1.388 14.981
Si 6.766 9.551 14.967
Si 9.513 6.819 14.983
Si 6.769 15.058 14.965
Si 9.53 12.308 14.96
Si 6.829 20.459 14.953
Si 9.5 17.778 14.988
Si 6.844 25.86 14.923
Si 9.552 23.172 14.964
Si 6.826 31.299 14.936
Si 9.513 28.59 14.893
Si 12.252 4.104 15.005
Si 14.951 1.402 14.917
Si 12.257 9.529 15.059
Si 14.907 6.838 15.101
Si 12.279 15.037 15.02
Si 14.965 12.259 15.067
Si 12.177 20.488 14.968
Si 14.985 17.687 14.989
Si 12.279 25.872 14.935
Si 14.959 23.193 14.924
Si 12.191 31.337 14.891
Si 15.02 28.57 14.91
Si 17.598 4.133 15.001
Si 20.366 1.336 14.934
Si 17.645 9.614 15.081
Si 20.335 6.848 15.007
Si 17.723 14.948 15.033
Si 20.447 12.251 15.104
Si 17.759 20.403 14.966
Si 20.5 17.664 14.999
Si 17.706 25.823 14.927
Si 20.469 23.089 14.979
Si 17.733 31.29 14.943
Si 20.403 28.543 14.877
Si 23.11 4.072 14.946
Si 25.754 1.402 14.846
Si 23.105 9.544 15.057
Si 25.863 6.798 14.975
Si 23.208 14.912 15.065
Si 25.886 12.191 15.081
Si 23.244 20.373 15.038
Si 25.929 17.632 15.077
Si 23.17 25.804 14.948
Si 25.877 23.078 14.988
Si 23.099 31.285 14.894
Si 25.862 28.518 14.885
Si 28.559 4.103 14.898
Si 31.325 1.349 14.862
Si 28.628 9.451 14.999
Si 31.325 6.767 15.016
Si 28.615 14.918 15.117
Si 31.349 12.168 15.071
Si 28.574 20.427 15.03
Si 31.271 17.659 15.022
Si 28.583 25.878 14.968
Si 31.257 23.168 14.977
Si 28.599 31.357 14.831
Si 31.258 28.584 14.839
Si 0.002 0.016 16.261
Si 2.727 2.697 16.378
Si 0.1 5.399 16.303
Si 2.69 8.092 16.364
Si 0.031 10.827 16.507
Si 2.713 13.585 16.442
Si -0.013 16.243 16.313
Si 2.678 19.015 16.258
Si -0.062 21.739 16.261
Si 2.705 24.462 16.233
Si -0.135 27.186 16.218
Si 2.734 29.915 16.232
Si 5.446 -0.015 16.282
Si 8.161 2.719 16.352
Si 5.409 5.411 16.305
Si 8.11 8.166 16.305
Si 5.361 10.901 16.302
Si 8.147 13.693 16.258
Si 5.414 16.358 16.414
Si 8.168 19.154 16.392
Si 5.458 21.83 16.27
Si 8.226 24.546 16.332
Si 5.506 27.249 16.257
Si 8.202 29.953 16.3
Si 10.882 0.013 16.354
Si 13.627 2.735 16.349
Si 10.906 5.494 16.352
Si 13.541 8.16 16.538
Si 10.929 10.993 16.324
Si 13.634 13.663 16.404
Si 10.893 16.437 16.32
Si 13.552 19.086 16.23
Si 10.848 21.848 16.425
Si 13.613 24.528 16.352
Si 10.904 27.264 16.233
Si 13.643 30.015 16.143
Si 16.381 0.078 16.215
Si 18.983 2.721 16.257
Si 16.262 5.473 16.462
Si 19.028 8.267 16.4
Si 16.274 10.929 16.521
Si 19.081 13.617 16.452
Si 16.343 16.299 16.365
Si 19.146 19.036 16.328
Si 16.366 21.836 16.207
Si 19.057 24.442 16.29
Si 16.357 27.18 16.298
Si 19.096 29.881 16.294
Si 21.724 -0.045 16.281
Si 24.43 2.69 16.329
Si 21.706 5.418 16.26
Si 24.475 8.133 16.33
Si 21.802 10.902 16.512
Si 24.533 13.535 16.477
Si 21.865 16.308 16.383
Si 24.627 19.027 16.448
Si 21.875 21.756 16.355
Si 24.516 24.426 16.334
Si 21.77 27.192 16.219
Si 24.461 29.857 16.177
Si 27.184 0.079 16.09
Si 29.959 2.725 16.165
Si 27.201 5.408 16.321
Si 29.967 8.112 16.407
Si 27.242 10.74 16.37
Si 29.967 13.477 16.442
Si 27.253 16.276 16.515
Si 29.886 19.023 16.387
Si 27.24 21.8 16.438
Si 29.944 24.575 16.393
Si 27.21 27.228 16.33
Si 29.977 30.019 16.176
Si 1.351 1.292 17.71
Si 4.095 4.08 17.735
Si 1.407 6.692 17.799
Si 4.022 9.499 17.671
Si 1.415 12.208 17.89
Si 4.08 14.947 17.82
Si 1.346 17.609 17.626
Si 4.048 20.424 17.522
Si 1.273 23.119 17.57
Si 4.12 25.84 17.508
Si 1.271 28.526 17.447
Si 4.074 31.279 17.619
Si 6.827 1.282 17.688
Si 9.483 4.208 17.66
Si 6.744 6.767 17.66
Si 9.516 9.596 17.53
Si 6.694 12.383 17.541
Si 9.518 15.046 17.611
Si 6.76 17.815 17.721
Si 9.463 20.532 17.86
Si 6.834 23.181 17.666
Si 9.62 25.937 17.689
Si 6.87 28.596 17.673
Si 9.516 31.309 17.723
Si 12.264 1.39 17.704
Si 14.964 4 17.838
Si 12.2 6.711 17.925
Si 14.845 9.592 17.919
Si 12.23 12.375 17.777
Si 15.011 14.969 17.814
Si 12.216 17.838 17.697
Si 14.931 20.501 17.437
Si 12.24 23.226 17.778
Si 14.995 25.872 17.715
Si 12.304 28.678 17.474
Si 14.955 31.435 17.47
Si 17.724 1.355 17.679
Si 20.315 4.077 17.595
Si 17.598 6.985 17.726
Si 20.37 9.586 17.855
Si 17.671 12.325 17.863
Si 20.538 14.949 17.765
Si 17.772 17.648 17.63
Si 20.538 20.378 17.685
Si 17.686 23.1 17.672
Si 20.466 25.804 17.576
Si 17.722 28.534 17.642
Si 20.499 31.169 17.687
Si 23.005 1.333 17.674
Si 25.782 4.085 17.677
Si 23.043 6.777 17.595
Si 25.877 9.381 17.745
Si 23.248 12.168 17.933
Si 25.922 14.826 17.868
Si 23.252 17.63 17.756
Si 26.013 20.358 17.879
Si 23.225 23.069 17.789
Si 25.847 25.793 17.679
Si 23.092 28.538 17.598
Si 25.886 31.281 17.336
Si 28.448 1.512 17.453
Si 31.436 3.932 17.525
Si 28.613 6.684 17.712
Si 31.338 9.401 17.855
Si 28.627 11.997 17.766
Si 31.367 14.865 17.736
Si 28.578 17.712 17.877
Si 31.254 20.409 17.678
Si 28.532 23.297 17.773
Si 31.273 25.949 17.824
Si 28.622 28.722 17.532
Si 31.27 31.375 17.608
Si -0.051 2.582 19.088
Si 2.783 0 19.053
Si 0.059 8.037 19.213
Si 2.745 5.305 19.24
Si 0.008 13.543 19.245
Si 2.814 10.808 19.219
Si -0.082 18.936 18.928
Si 2.685 16.329 19.121
Si 0.01 24.405 19.085
Si 2.661 21.751 18.84
Si 0.119 30.019 18.841
Si 2.505 26.989 18.698
Si 5.566 2.779 18.997
Si 8.028 -0.185 19.159
Si 5.35 8.097 18.985
Si 8.165 5.582 19.1
Si 5.505 13.626 19.185
Si 8.077 10.977 18.715
Si 5.341 19.195 19.023
Si 8.219 16.465 18.939
Si 5.505 24.612 18.958
Si 8.044 21.886 19.252
Si 5.367 29.838 18.975
Si 8.314 27.346 19.067
Si 10.742 2.715 18.922
Si 13.785 0.135 19.02
Si 10.732 8.273 19.016
Si 13.541 5.171 19.353
Si 10.809 13.722 19.09
Si 13.499 11.084 19.277
Si 10.933 19.245 19.188
Si 13.529 16.356 18.986
Si 10.95 24.646 19.194
Si 13.688 21.805 18.958
Si 11.11 30.074 18.915
Si 13.595 27.359 18.891
Si 16.469 2.694 19.192
Si 19.066 -0.148 18.92
Si 16.234 8.216 19.268
Si 19.061 5.605 18.875
Si 16.392 13.722 19.34
Si 18.997 10.954 19.262
Si 16.288 19.095 18.66
Si 19.151 16.354 19.057
Si 16.334 24.48 19.098
Si 19.127 21.706 18.976
Si 16.259 30.016 18.735
Si 19.138 27.148 18.959
Si 21.515 2.657 19.041
Si 24.507 -0.161 18.698
Si 21.812 8.153 19.042
Si 24.242 5.322 18.966
Si 21.896 13.606 19.234
Si 24.667 10.738 19.271
Si 21.909 19.056 19.076
Si 24.618 16.283 19.185
Si 21.788 24.466 19.029
Si 24.628 21.729 19.198
Si 21.886 29.86 19.148
Si 24.395 27.118 18.921
Si 27.248 2.86 19.032
Si 29.711 0.113 18.754
Si 27.083 7.838 19.088
Si 30.189 5.336 18.838
Si 27.252 13.3 19.137
Si 29.895 10.605 19.266
Si 27.363 19.069 19.462
Si 29.952 16.22 19.031
Si 27.2 24.681 19.269
Si 29.899 21.828 18.991
Si 27.238 30.093 18.823
Si 29.884 27.524 19.073
Si 1.153 4.015 20.515
Si 4.383 1.267 20.263
Si 1.599 9.228 20.533
Si 3.847 7.015 20.474
Si 1.135 15.222 20.538
Si 4.622 11.774 20.449
Si 1.502 20.143 20.094
Si 3.78 18.034 20.326
Si 1.796 25.308 20.305
Si 4.083 23.125 20.065
Si 1.736 30.96 20.304
Si 3.659 28.516 19.896
Si 7.161 3.895 20.36
Si 9.203 1.516 20.209
Si 6.795 9.568 20.042
Si 9.041 7.404 20.404
Si 7.16 14.947 20.332
Si 9.085 12.506 20.142
Si 6.233 20.822 20.494
Si 9.713 17.63 20.334
Si 7.051 25.83 20.331
Si 9.246 23.565 20.443
Si 6.276 31.399 20.495
Si 10.02 28.553 20.244
Si 11.974 3.669 20.655
Si 15.382 1.081 20.556
Si 12.063 9.573 20.419
Si 15.238 6.413 20.487
Si 11.892 15.389 20.379
Si 15.144 12.179 20.655
Si 12.697 20.306 20.459
Si 14.787 17.978 20.026
Si 12.19 26.324 20.427
Si 15.301 22.757 20.359
Si 12.649 31.278 20.315
Si 14.719 28.998 20.108
Si 17.666 4.443 20.26
Si 20.287 1.127 20.405
Si 17.35 9.869 20.616
Si 20.566 6.668 20.319
Si 18.151 14.873 20.569
Si 20.268 12.519 20.523
Si 17.484 20.481 20.068
Si 20.746 17.489 20.346
Si 18.023 25.565 20.278
Si 20.185 23.313 20.304
Si 17.43 31.403 20.139
Si 20.704 28.196 20.366
Si 22.574 4.291 20.295
Si 25.921 1.161 19.929
Si 23.464 9.093 20.418
Si 25.425 6.662 20.411
Si 23.036 15.232 20.569
Si 26.365 11.675 20.695
Si 23.472 20.105 20.489
Si 25.669 17.827 20.626
Si 22.92 25.987 20.424
Si 26.145 22.946 20.556
Si 23.752 30.884 20.268
Si 25.805 28.649 19.906
Si 28.997 4.021 20.278
Si 30.822 1.511 20.224
Si 28.306 9.188 20.508
Si 31.67 6.302 20.428
Si 28.778 14.611 20.247
Si 30.954 12.384 20.438
Si 28.558 20.867 20.644
Si 31.478 17.376 20.344
Si 28.087 26.674 20.383
Si 31.013 23.321 20.368
Si 28.152 31.793 20.233
Si 31.419 28.921 20.304
Si -4.851 1.734 33.424
Si -13.306 3.31 25.227
Si 5.485 3.234 27.28
Si 4.731 6.665 23.48
Si -1.19 12.168 23.45
Si -1.871 25.783 25.989
Si -9.342 25.524 28.067
Si -6.791 37.353 22.95
Si -0.596 19.699 27.93
Si -5.631 15.832 22.637
Si 15.723 39.26 26.151
Si 0.573 20.166 22.884
Si 10.931 6.096 22.502
Si 3.935 12.769 30.57
Si 5.17 -2.413 23.11
Si 7.418 21.882 26.476
Si 16.434 18.878 22.233
Si 12.287 24.594 24.913
Si 15.187 21.075 32.591
Si 4.56 27.63 26.869
Si 6.822 33.084 31.003
Si -3.322 28.555 25.789
Si 19.154 3.801 28.92
Si 21.569 1.785 26.68
Si 15.937 17.897 26.505
Si 30.632 -1.42 24.916
Si 3.5 9.181 24.909
Si 7.518 24.513 23.963
Si 17.553 11.012 28.805
Si 14.473 9.156 24.851
Si 15.535 19.22 30.251
Si 19.004 47.916 30.67
Si 19.052 30.545 25.133
Si 16.502 -5.236 22.269
Si 21.598 11.978 32.248
Si 11.191 6.32 28.416
Si 14.194 13.75 26.834
Si 17.321 14.338 33.092
Si 13.672 14.131 22.727
Si 8.967 7.48 26.743
Si 13.395 16.971 30.648
Si 19.348 8.528 22.634
Si 15.181 23.923 27.797
Si 25.936 19.123 28.937
Si 28.48 24.413 32.752
Si 15.252 1.616 33.311
Si 21.703 10.606 22.602
Si 23.014 -1.35 33.58
Si 15.99 -1.846 30.204
Si 13.997 22.261 25.75
Si 27.798 7.636 30.451
Si 36.76 18.082 33.208
Si 21.884 21.869 22.574
Si 24.425 25.697 25.287
Si 20.961 20.006 24.881
Si 27.989 49.445 25.299
Si 36.051 20.378 24.303
Si 25.368 1.301 29.037
Si 18.563 8.082 32.563
Si 11.802 10.426 28.997
Si 25.501 5.442 25.625
Si 25.826 3.884 33.22
Si 15.897 12.294 31.187
Si 29.796 25.326 22.165
Si 39.766 24.631 26.982
Si 36.416 20.448 29.776
Si 30.197 41.251 32.332
Si 32.304 43.895 27.311
Si 19.944 29.128 28.929
Si 1.717 -4.278 27.1
Si -2.918 -3.835 28.91
Si -2.417 18.468 25.849
Si -5.103 19.418 26.353
Si -0.071 26.751 22.325
Si -1.848 13.797 26.898
Si 4.565 25.041 28.355
Si 13.918 32.469 31.363
Si 6.732 20.196 28.983
Si 2.013 36.101 32.268
Si 1.651 27.757 30.103
Si 11.927 -3.662 33.314
Si 3.793 11.817 33.345
Si 17.087 2.483 26.946
Si 17.727 17.483 28.721
Si 8.54 18.02 28.117
Si -3.792 12.165 25.189
Si 4.97 27.193 22.231
Si -5.857 28.413 28.97
Si 8.871 15.066 28.178
Si 8.684 31.428 25.097
Si -2.135 31.614 21.871
Si -4.462 34.995 28.581
Si 14.575 3.632 25.849
Si 23.564 7.962 33.272
Si 4.442 13.053 23.213
Si 18.358 7.623 25.499
Si 18.442 19.497 26.814
Si 22.787 15.128 23.598
Si 20.67 22.111 31.123
Si 7.996 19.271 22.548
Si 23.958 36.186 27.3
Si 25.639 45.391 28.715
Si 23.64 29.591 26.459
Si 12.855 28.477 30.52
Si 15.702 1.917 23.442
Si 29.262 6.596 22.139
Si 25.332 6.323 31.622
Si 41.674 18.02 25.022
Si 27.241 14.037 31.023
Si 28.226 5.174 24.59
Si 14.325 21.305 22.714
Si 10.753 26.93 26.186
Si 15.487 15.617 24.67
Si 13.973 14.118 29.686
Si 26.929 31.469 28.49
Si 23.478 15.802 26.503
Si 43.097 1.402 27.691
Si 26.128 13.01 23.614
Si 18.835 5.444 31.384
Si 27.381 10.418 29.627
Si 34.363 23.673 28.301
Si 27.134 19.799 32.629
Si 35.731 25.793 31.498
Si 12.503 23.95 29.52
Si 12.365 28.935 24.403
Si 27.449 54.929 26.607
Si 22.5 -0.046 22.427
Si 32.013 3.005 31.18
Si 29.671 4.343 26.948
Si 38.758 2.016 33.439
Si 23.551 16.456 30.74
Si 30.257 13.718 30.078
Si 34.422 12.54 28.863
Si 23.014 29.672 29.539
Si 31.53 17.845 23.215
Si 22.007 20.745 27.488
Si 29.639 31.752 29.553
Si 33.61 43.255 32.655
Si 9.469 4.969 24.956
Si 11.463 0.931 22.104
Si -8.689 10.41 31.426
Si -3.293 10.064 27.321
Si 2.307 31.807 23.116
Si -6.221 15.164 27.294
Si 18.81 31.51 29.954
Si 6.199 20.251 33.45
Si -1.178 27.174 30.681
Si 2.731 30.429 30.88
Si 11.412 32.783 25.114
Si 11.179 -1.002 32.563
Si 13.475 -1.594 28.965
Si 6.811 4.734 23.388
Si 6.683 -3.318 25.514
Si 5.265 22.838 24.312
Si 8.381 20.532 31.411
Si 13.063 11.236 26.399
Si 22.972 18.094 28.358
Si 6.973 25.784 33.444
Si 9.568 20.686 24.507
Si 10.815 26.544 29.199
Si 7.163 40.53 29.182
Si 16.597 10.087 26.324
Si 7.727 -3.976 32.698
Si 28.289 22.007 30.933
Si 20.133 12.451 29.606
Si -0.55 15.039 24.568
Si 4.298 12.967 27.799
Si -15.273 26.901 32.482
Si 12.436 19.856 33.727
Si -0.145 39.75 28.397
Si 24.557 27.21 30.515
Si 23.098 22.792 29.219
Si 8.982 38.714 30.52
Si 17.821 16.493 23.351
Si 17.595 -8.732 29.465
Si 13.652 8.275 32.757
Si 16.188 9.829 32.768
Si 20.608 17.382 23.342
Si 11.424 12.93 24.465
Si 4.269 17.436 23.351
Si 13.804 26.459 23.128
Si 18.587 35.44 22.422
Si 23.151 45.038 24.681
Si 18.771 24.248 32.18
Si 21.044 28.972 33.499
Si 35.125 22.75 31.119
Si 33.647 10.009 23.526
Si 30.716 15.098 32.818
Si 40.759 29.56 29.848
Si 26.86 11.521 32.287
Si 13.874 19.812 27.775
Si 19.082 29.022 31.518
Si 31.356 10.996 31.077
Si 34.84 21.02 27.17
Si 21.184 39.907 31.686
Si 9.524 32.262 29.953
Si 26.344 16.427 29.963
Si 21.866 -0.901 25.266
Si 24.06 2.447 22.149
Si 38.895 5.181 29.763
Si 23.322 -0.047 30.817
Si 39.154 15.437 23.206
Si 13.298 40.512 29.944
Si 32.637 21.662 32.456
Si 33.583 8.791 26.003
Si 31.174 28.687 33.258
Si 38.446 25.702 30.904
Si 25.877 25.754 32.937
Si 2.535 -0.531 28.342
Si -0.407 4.046 28.471
Si -0.033 8.549 30.834
Si 7.699 10.702 29.659
Si -12.314 38.354 26.625
Si 9.033 15.027 25.1
Si -2.923 17.924 32.83
Si 2.399 17.725 30.706
Si 4.659 37.212 32.497
Si 0.892 31.1 25.896
Si -1.086 24.932 28.693
Si 10.192 23.143 23.381
Si 9.76 6.955 33.365
Si 11.326 9.684 33.192
Si 8.794 17.651 32.643
Si 2.968 15.024 29.262
Si 8.467 27.199 24.248
Si 13.36 -9.45 32.19
Si 13.725 31.157 25.964
Si 16.961 26.319 27.898
Si 1.274 25.42 33.671
Si 7.923 13.325 30.644
Si 3.79 25.505 24.571
Si 5.84 30.385 31.381
Si 9.631 11.403 27.491
Si 31.257 -8.516 32.837
Si 11.531 3.769 26.756
Si 5.253 0.537 28.389
Si 2.247 15.055 23.54
Si 13.551 7.841 22.286
Si 0.892 30.713 33.269
Si 7.987 26.793 29.129
Si 10.071 44.067 31.136
Si 21.955 27.076 25.944
Si 20.793 33.938 29.623
Si 19.188 27.715 26.343
Si 10.141 10.843 22.55
Si 28.976 -0.126 26.943
Si 9.816 29.643 23.006
Si 29.12 23.593 24.621
Si 8.54 10.157 25.105
Si 24.168 18.732 32.716
Si 21.536 15.073 32.405
Si 29.565 7.205 28.036
Si 15.849 27.884 30.128
Si 24.123 24.078 22.711
Si 17.463 36.392 33.548
Si 11.503 46.62 28.147
Si 23.326 6.302 27.36
Si 36.923 4.032 24.626
Si 15.924 8.505 28.477
Si 23.408 7.987 29.796
Si 32.199 18.863 30.975
Si 11.441 18.894 29.207
Si 21.513 20.048 33.293
Si 30.077 22.109 28.501
Si 11.201 21.578 30.836
Si 33.566 26.312 24.971
Si 16.545 32.478 25.652
Si 30.617 21.608 22.865
Si 38.197 11.269 25.517
Si 44.188 -15.514 32.823
Si 25.951 -10.404 29.171
Si 40.172 1.112 26.579
Si 26.247 28.06 26.022
Si 22.701 13.014 27.655
Si 40.02 14.938 33.177
Si 34.114 2.096 29.692
Si 29.701 34.012 31.179
Si 19.314 21.716 28.548
Si 18.684 29.474 22.381
Si 35.388 34.924 22.649
O -0.452 -4.697 21.355
O 2.174 -7.236 24.523
O 4.729 2.025 28.036
O -1.699 -1.085 23.395
O 0.058 10.513 34.018
O 10.318 7.462 27.653
O 0.11 1.715 30.529
O -5.746 8.889 29.902
O -5.574 13.14 32.376
O -11.228 29.404 29.432
O 4.579 17.015 34.314
O 8.329 16.508 28.573
O 7.812 20.888 29.953
O 6.536 24.97 32.117
O 0.948 29.573 26.373
O 1.374 20.247 35.375
O -2.676 30.207 29.702
O 8.146 14.068 29.224
O 7.888 24.734 34.226
O 6.283 23.664 23.295
O -7.298 23.411 21.911
O -0.371 21.433 34.016
O -1.187 25.617 30.172
O -2.74 29.522 33.866
O -0.327 -2.928 32.857
O 8.529 -3.646 31.331
O 5.266 5.502 33.673
O 7.182 2.765 34.392
O 3.671 6.96 35.029
O 4.829 10.92 34.184
O 11.8 11.958 25.699
O 9.457 -4.538 23.401
O 13.309 7.345 31.483
O -0.8 9.793 30.104
O 9.659 11.987 35.11
O 8.442 14.072 34.033
O -1.673 14.572 31.287
O 2.859 19.158 30.134
O 10.437 12.753 27.875
O 6.525 30.008 29.946
O 2.12 24.148 34.17
O 3.086 24.179 31.531
O 7.652 25.866 27.851
O 14.698 20.111 29.159
O 5.689 26.284 34.302
O 8.352 29.464 33.978
O 5.411 33.403 34.197
O 1.614 31.986 27.035
O 11.265 0.899 23.707
O 17.949 2.948 28.235
O 7.798 4.985 30.179
O 11.487 -4.471 25.527
O 6.743 9.408 29.482
O 10.51 0.305 28.875
O 1.667 8.951 35.153
O 12.818 9.655 32.572
O 24.798 15.957 29.863
O 18.484 16.355 29.598
O 14.617 12.27 35.116
O 19.121 11.371 28.946
O 9.932 18.622 28.699
O 12.62 14.386 35.136
O 8.195 28.362 28.766
O 11.355 16.483 34.27
O 8.238 37.074 24.061
O 12.217 36.633 35.029
O 10.109 16.9 32.08
O 17.645 42.026 32.259
O 10.293 38.391 29.631
O 15.05 30.696 28.897
O 11.609 25.174 29.039
O 17.049 33.533 26.783
O 18.459 4.305 32.444
O 16.414 -5.027 28.639
O 16.412 2.67 32.938
O 10.277 -0.434 31.371
O 16.784 11.997 29.854
O 15.027 6.577 35.377
O 18.579 7.763 34.152
O 15.234 8.537 32.892
O 13.123 7.668 34.155
O 7.154 14.216 31.748
O 15.526 2.921 26.964
O 26.418 18.043 30.069
O 17.669 19.591 21.433
O 16.387 15.314 34.013
O 21.406 12.665 28.59
O 14.976 17.317 35.032
O 22.71 19.4 32.398
O 16.084 21.453 33.882
O 13.457 23.81 33.696
O 17.115 17.962 23.359
O 19.064 30.646 31.326
O 18.584 23.869 33.758
O 18.401 35.685 34.627
O 21.374 33.013 21.335
O 16.642 4.922 34.252
O 37.333 -6.003 28.167
O 29.736 5.94 27.083
O 26.77 4.842 34.141
O 24.673 3.117 34.073
O 22.709 4.324 35.182
O 15.782 10.154 24.916
O 30.401 18.261 34.287
O 26.336 13.555 27.495
O 25.406 11.022 31.801
O 22.18 26.482 27.439
O 18.025 20.102 34.849
O 26.052 13.48 30.077
O 21.442 13.502 32.78
O 20.092 8.36 32.118
O 22.294 20.868 34.452
O 34.253 14.169 28.987
O 18.615 25.867 32.204
O 32.987 18.564 23.05
O 20.154 23.573 31.648
O 19.252 30.584 28.687
O 11.376 20.981 34.205
O 30.723 27.722 32.024
O 23.205 21.662 28.05
O 28.914 2.551 34.323
O 26.808 2.739 32.668
O 24.777 -6.25 31.929
O 26.981 0.685 34.353
O 17.811 9.03 26.1
O 24.351 6.835 30.447
O 20.495 11.815 31.067
O 25.59 6.702 35.448
O 30.611 12.161 30.291
O 23.315 7.646 28.238
O 36.041 13.123 34.19
O 32.781 11.324 23.915
O 37.892 21.392 34.007
O 27.109 5.732 25.665
O 32.027 15.665 33.651
O 34.287 22.552 27.126
O 33.501 17.878 31.181
O 21.463 27.627 34.252
O 28.404 31.24 35.03
O 34.975 30.949 29.41
O 24.227 30.847 34.523
O 32.572 25.089 32.877
O 28.569 33.619 32.242
O 29.247 36.843 25.38
O -6.798 5.625 21.619
O -2.773 13.567 20.829
O -4.317 -4.473 29.362
O 2.189 0.859 29.053
O 2.724 8.11 20.938
O 5.546 14.171 22.91
O 11.373 11.42 30.19
O 8.914 8.696 25.684
O 10.781 16.496 20.901
O 4.253 23.982 24.849
O 2.285 33.43 23.088
O -2.724 24.523 20.751
O 2.628 19.132 20.729
O -5.313 21.924 21.03
O -0.672 31.431 25.759
O -5.661 15.637 31.222
O 1.975 20.542 23.545
O 13.792 21.049 26.772
O 9.989 22.994 21.787
O 9.277 26.74 25.566
O 3.803 31.14 22.998
O -1.473 33.015 21.336
O 7.944 30.272 26
O 6.268 30.739 22.001
O 0.915 9.731 21.933
O 9.701 6.886 21.805
O 12.644 6.744 28.988
O 8.816 -1.883 23.601
O 5.787 10.643 20.844
O 3.986 12.358 21.83
O 10.508 5.721 23.991
O 14.826 8.249 29.614
O 6.972 15.832 21.703
O -7.968 24.608 24.128
O 7.854 18.313 23.878
O 3.271 20.973 28.345
O 3.922 27.38 21.037
O -0.171 20.325 31.593
O 2.211 26.338 32.747
O 15.389 20.059 22.643
O 4.302 26.599 25.649
O 11.58 25.567 25.973
O -1.747 23.716 34.381
O 9.109 10.151 23.585
O 7.062 44.627 30.441
O 9.335 38.735 32.088
O 10.245 31.694 25.465
O 11.031 27.409 20.886
O 14.89 1.518 22.074
O 11.253 4.768 21.627
O 19.956 -4.494 27.675
O 18.233 -11.875 27.785
O 14.951 5.201 25.971
O 8.162 13.717 20.732
O 24.952 7.223 32.913
O 19.47 7.046 26.525
O 10.683 21.792 24.146
O 17.988 28.406 32.533
O 22.786 17.163 27.044
O 11.278 24.284 23.682
O 15.332 17.124 25.226
O 15.67 17.726 21.367
O 13.607 18.971 20.52
O 6.348 26.697 21.532
O 16.427 29.325 30.59
O 3.005 20.573 25.86
O 28.544 22.859 32.288
O 13.525 29.756 25.18
O 9.6 29.641 21.406
O 16.435 32.512 20.818
O 13.684 30.082 20.811
O 25.068 5.521 24.071
O 21.983 0.872 30.653
O 27.363 4.357 23.49
O 17.94 -5.928 26.671
O 10.531 10.162 28.02
O 23.514 14.954 22.131
O 12.786 16.497 32.073
O 21.705 15.896 33.807
O 20.282 17.944 21.849
O 16.46 5.389 20.797
O 12.606 14.188 26.958
O 19.387 13.884 29.873
O 21.959 19.349 28.299
O 10.232 13.991 24.757
O 23.923 9.514 30.059
O 17.055 15.459 24.325
O 22.965 22.986 23.036
O 20.391 27 25.5
O 19.539 19.85 25.67
O 17.559 28.445 22.96
O 19.123 34.294 21.429
O 24.022 26.23 29.343
O 19.919 28.689 21.702
O 16.568 21.753 20.477
O 35.162 8.428 25.935
O 23.03 3.595 21.691
O 12.897 11.088 28.008
O 22.35 13.654 24.088
O 21.038 11.86 21.809
O 23.573 15.757 24.877
O 17.183 11.309 27.22
O 22.761 9.795 21.697
O 26.2 14.616 23.325
O 15.219 23.116 26.391
O 20.029 12.021 35.202
O 12.333 19.396 27.972
O 24.525 18.952 21.029
O 29.943 24.454 25.694
O 26.421 27.676 27.587
O 22.613 17.302 29.729
O 20.448 31.116 25.743
O 21.817 27.109 20.896
O 23.623 28.551 30.558
O 15.483 10.836 31.736
O 26.86 27.708 20.755
O 24.81 29.695 20.704
O 23.542 25.277 21.763
O 27.18 22.79 30.065
O 25.181 4.758 32.017
O 24.474 7.898 20.962
O 19.587 0.24 29.911
O 28.692 5.255 21.354
O 25.997 12.299 22.154
O 27.483 12.552 24.417
O 28.662 8.063 21.687
O 30.985 7.414 28.768
O 16.664 16.917 27.603
O 27.995 15.27 21.49
O 31.427 11.822 21.875
O 31.675 13.743 23.713
O 25.623 26.795 25.221
O 24.354 25.179 26.84
O 36.646 14.594 28.005
O 29.953 24.954 32.286
O 30.063 27.133 25.441
O 29.166 19.586 26.261
O 28.787 26.537 21.853
O 21.906 40.465 30.366
O 29.189 41.139 27.115
O 29.009 24.475 23.277
O 29.894 35.407 20.865
O 0.103 5.198 20.957
O -7.023 -3.974 35.161
O 5.995 6.771 29.452
O -3.679 6.342 23.726
O 9.391 12.87 31.194
O 8.188 11.259 28.211
O 12.397 13.792 29.483
O -5.292 10.423 21.079
O 2.814 12.287 27.628
O 7.651 7.685 27.657
O -3.773 8.151 31.507
O 7.27 20.97 32.494
O 8.53 14.735 26.619
O 0.03 11.61 31.778
O -3.997 13.874 30.288
O 4.42 17.557 21.741
O 5.615 16.653 23.848
O 4.391 21.567 23.793
O -0.778 45.271 26.574
O -5.725 32.792 20.688
O 11.332 33.748 26.389
O 0.906 35.743 28.501
O 3.945 2.083 21.604
O 13.274 8.568 20.875
O 6.809 4.575 21.786
O 6.985 10.583 25.292
O 8.871 6.037 26.013
O 4.503 6.537 21.881
O 12.803 13.631 23.99
O 5.31 4.794 31.041
O 8.906 18.416 21.519
O 1.472 22.218 32.269
O 7.054 25.021 25.425
O 6.699 20.997 27.6
O 16.679 26.617 33.913
O 8.431 18.162 26.512
O 10.637 27.218 27.751
O 14.763 22.676 21.915
O 3.395 17.369 31.942
O 13.07 27.857 23.447
O 13.111 24.288 31.003
O 6.709 35.198 26.428
O 12.354 41.79 29.726
O 8.191 33.148 30.156
O 1.377 -1.295 21.847
O 12.155 -0.462 21.592
O 14.777 6.836 22.004
O 15.683 -7.234 27.429
O 11.604 5.268 27.294
O 7.892 8.545 20.799
O 12.643 14.782 21.676
O 11.198 9.867 21.794
O 2.207 2.547 33.636
O 3.185 13.786 23.907
O 14.625 18.554 27.138
O 14.317 12.243 26.252
O 9.724 21.434 31.505
O 15.955 20.159 31.506
O 10.133 19.19 24.806
O 5.374 32.733 20.742
O 15.111 31.373 31.437
O 8.884 34.167 27.296
O 8.096 24.671 20.888
O 20.675 21.628 27.697
O 22.141 20.383 25.925
O 22.031 33.295 25.691
O 18.028 -2.198 21.308
O 15.408 -5.975 23.192
O 25.237 3.209 22.913
O 18.012 6.802 31.724
O 21.58 5.483 20.812
O 24.59 6.532 26.374
O 24.991 15.777 27.021
O 13.249 9.833 25.653
O 16.22 10.992 21.085
O 9.017 10.323 30.529
O 28.032 16.471 23.726
O 18.059 9.26 21.961
O 7.877 32.847 25.269
O 27.119 19.065 27.854
O 14.242 27.84 30.015
O 29.643 16.312 32.71
O 21.261 18.577 24.196
O 19.66 21.356 30.092
O 32.861 7.765 26.981
O 25.136 29.254 25.91
O 8.721 20.6 23.118
O 19.273 30.389 23.548
O 23.148 31.025 25.916
O 12.727 32.014 32.321
O 23.274 1.288 22.952
O 24.763 12.619 24.434
O 30.051 11.777 24.128
O 17.858 15.778 21.894
O 28.709 10.467 28.732
O 31.117 3.692 27.351
O 19.549 2.836 23.703
O 32.992 27.614 30.982
O 19.895 7.399 21.611
O 33.375 10.303 26.555
O 37.994 12.427 26.668
O 14.795 13.833 28.324
O 17.149 6.547 25.389
O 30.94 10.401 27.465
O 30.936 25.924 27.587
O 20.259 33.952 35.22
O 20.816 22.604 21.617
O 28.822 22.149 27.474
O 22.109 22.334 30.41
O 22.491 28.596 25.909
O 22.933 26.264 24.938
O 12.16 22.121 32.027
O 26.262 22.682 27.63
O 29.684 28.978 27.313
O 30.073 13.891 33.736
O 28.007 -0.705 29.622
O 13.004 -1.526 27.43
O 33.332 7.645 29.692
O 35.228 10.123 23.944
O 19.207 13.684 21.022
O 34.395 14.827 22.007
O 38.956 6.25 23.732
O 28.649 10.846 26.107
O 20.499 9.606 22.985
O 26.145 17.1 35.122
O 31.462 15.034 26.059
O 31.647 16.337 23.741
O 31.277 22.717 21.867
O 39.343 19.888 21.802
O 27.111 18.15 25.451
O 32.234 25.479 25.315
O 27.373 15.495 26.035
O 35.407 29.696 20.548
O 29.594 32.357 25.479
O 26.429 29.989 28.85
O 29.997 29.751 24.922
O 28.917 31.58 21.662
O 27.71 23.264 25.355
O 13.386 -0.192 29.814
O -7.907 1.769 20.879
O 4.511 12.247 31.966
O 2.419 2.749 30.838
O -3.254 13.351 26.186
O -3.132 20.732 21.983
O 10.483 10.907 32.596
O 9.022 18.221 34.155
O 4.857 12.486 29.257
O -0.977 -4.883 34.489
O 3.013 16.47 23.669
O 3.826 38.217 24.247
O 5.768 30.355 24.615
O 1.322 14.574 34.951
O 1.944 29.938 34.224
O 2.962 18.939 33.962
O 4.527 26.465 31.572
O 4.936 35.703 33.01
O -1.393 25.835 22.586
O 4.109 32.147 27.98
O 3.309 28.634 27.036
O 1.337 27.056 26.31
O -4.266 34.004 27.299
O 11.065 2.855 28.033
O 8.41 7.519 30.153
O 6.762 9.347 34.974
O 9.262 11.538 21.418
O 4.048 18.906 24.02
O 4.5 10.066 25.803
O 16.615 13.03 32.449
O 16.404 10.53 34.199
O 11.698 18.768 32.795
O 2.498 12.051 30.235
O 8.773 23.514 24.054
O 1.143 25.899 21.675
O 18.849 18.291 27.843
O 14.507 12.934 21.982
O 0.992 26.177 35.047
O 9.626 16.532 24.894
O -1.895 23.55 28.648
O 5.343 19.042 32.769
O 5.097 22.006 20.851
O 9.265 33.912 35.085
O 1.256 28.205 28.621
O 9.348 26.246 29.807
O 4.274 30.714 31.263
O 6.788 26.736 30.201
O 10.925 30.072 32.651
O 12.227 2.299 21.58
O 6.579 0.187 27.531
O 22.31 7.044 32.831
O 10.598 5.946 34.299
O 10.607 8.258 32.914
O 20.545 -9.904 35.023
O 18.602 4.143 21.571
O 14.532 18.092 30.828
O 11.471 9.996 34.763
O 12.236 7.016 22.689
O 11.523 22.639 29.631
O 17.83 15.126 31.781
O 11.596 27.573 30.134
O 5.308 20.09 29.7
O 5.835 28.617 26.69
O 2.974 24.208 20.754
O 13.171 25.952 21.701
O 20.416 38.499 31.455
O 12.899 28.487 32.135
O 19.09 24.433 20.799
O 13.697 23.8 28.442
O 25.731 32.538 28.345
O 23.505 42.046 32.558
O 4.362 40.797 24.022
O 14.605 13.185 30.828
O 24.396 2.245 28.167
O 24.037 12.709 28.527
O 19.995 4.748 27.901
O 12.676 -2.72 29.828
O 10.995 11.998 23.24
O 21.9 6.134 26.618
O 22.82 12.166 26.261
O 4.979 28.652 22.919
O 19.259 16.799 23.994
O 25.584 19.411 32.314
O 33.724 15.066 24.628
O 26.095 16.997 21.984
O 33.047 8.797 24.455
O 22.597 35.691 26.569
O 17.75 25.479 29.035
O 11.083 27.823 34.057
O 17.675 23.732 31.081
O 23.497 40.937 34.837
O 21.956 32.24 34.345
O 22.594 24.185 28.593
O 21.571 43.665 33.568
O 20.113 2.303 26.23
O 22.982 11.674 31.466
O 32.948 -0.645 34.03
O 31.557 6.347 34.961
O 30.631 14.082 28.509
O 31.584 3.987 29.957
O 25.125 3.974 26.255
O 29.86 22.232 24.152
O 31.5 18.632 26.841
O 22.792 15.21 31.402
O 23.11 25.777 35.022
O 30.964 27.932 29.375
O 28.807 20.043 35.314
O 30.973 30.247 21.139
O 22.698 20.706 21.79
O 17.385 26.271 21.588
O 20.743 21.104 32.366
O 22.275 29.947 33.184
O 27.738 28.449 25.494
O 17.027 19.062 26.136
O 30.107 32.225 28.071
O 33.585 52.708 27.479
O 15.914 0.371 34.133
O 30.718 2.389 31.904
O 18.47 4.841 29.946
O 35.249 -3.835 30.848
O 31.093 1.118 34.918
O 33.114 24.682 28.245
O 27.055 15.909 28.598
O 32.653 16.348 20.831
O 29.968 8.186 33.885
O 39.625 19.701 34.769
O 31.91 20.865 23.489
O 39.901 18.708 28.727
O 32.008 18.99 29.379
O 24.619 22.98 29.727
O 36.63 22.961 35.441
O 30.352 32.599 30.718
O 35.749 24.483 28.12
O 33.314 20.708 21.36
O 34.311 31.303 24.488
O 23.6 37.545 28.138
O 33.595 36.96 34.991
O 29.201 34.719 29.813
O 45.577 32.215 25.065
O 33.149 27.297 23.743
O -4.902 -1.209 27.093
O 11.362 -2.804 23.495
O -16.342 -5.842 31.262
O 1.616 3.165 21.852
O 0.14 5.527 28.195
O -1.162 7.803 31.745
O 3.169 3.017 24.005
O 14.097 2.288 34.218
O -1.837 17.922 21.748
O -7.185 12.355 34.976
O 16.091 7.069 27.693
O 6.257 22.216 25.416
O 13.552 25.343 24.258
O 8.644 21.106 25.77
O 2.386 26.314 30.122
O 7.664 16.498 32.816
O -4.927 20.572 31.366
O -1.847 18.367 31.682
O -10.77 31.783 23.653
O 5.936 36.966 28.425
O 5.171 24.682 29.816
O 12.718 23.251 25.675
O 3.034 4.698 32.419
O -1.063 -9.839 31.976
O 5.691 3.708 23.942
O 10.845 -0.359 33.984
O 5.585 0.513 29.969
O 8.19 2.683 20.734
O 6.846 1.606 32.078
O 1.056 9.176 31.861
O 6.075 14.938 34.177
O 7.723 14.954 24.138
O 7.797 27.114 33.037
O 15.275 -1.088 26.101
O 5.121 11.939 24.123
O 12.144 17.558 29.798
O -2.235 10.198 32.173
O 7.965 23.269 27.139
O 9.565 22.821 34.987
O 18.658 29.077 25.676
O 12.831 19.035 35.034
O 8.469 40.159 34.181
O 10.313 36.431 25.654
O 14.931 28.337 34.965
O 9.082 30.78 29.452
O 6.188 29.209 32.453
O 13.979 8.976 23.331
O 16.076 0.612 24.32
O 15.414 9.501 27.306
O 14.554 1.176 31.92
O 3.665 14.382 30.6
O 14.777 7.68 25.418
O 2.439 11.024 33.017
O -2.013 18.651 24.298
O 0.383 11.754 28.66
O 9.334 11.306 25.919
O 14.654 15.278 23.319
O 26.718 2.176 29.205
O 17.811 31.53 25.381
O 13.835 20.34 33.096
O 12.892 20.879 22.008
O 3.593 21.625 30.878
O 24.504 18.629 28.376
O 7.188 28.097 24.613
O 12.221 25.67 34.939
O 14.236 21.688 24.268
O 14.897 35.646 24.376
O 6.738 31.235 34.992
O 20.164 35.442 29.702
O 9.957 33.598 21.522
O 10.492 15.197 28.308
O 12.999 3.414 26.151
O 23.558 -0.486 32.349
O 19.85 -2.939 34.297
O 15.044 14.658 25.857
O 21.868 16.353 20.643
O 20.575 6.292 35.169
O 18.516 13.863 34.086
O 15.624 28.293 21.243
O 4.429 26.026 23.184
O 21.023 21.185 23.765
O 18.779 23.224 28.626
O 14.758 22.464 31.893
O 26.212 11.22 28.841
O 6.641 31.716 31.853
O 27.806 43.71 31.064
O 25.782 20.659 29.386
O 23.687 29.501 28.074
O 22.657 47.232 27.173
O 12.856 29.831 34.358
O 17.713 31.214 34.942
O 17.225 31.796 29.892
O 23.522 -1.035 21.685
O 21.435 1.131 28.148
O 17.794 3.206 25.659
O 19.975 4.794 25.326
O 17.18 9.406 29.079
O 27.175 10.855 33.739
O 21.561 16.104 23.319
O 18.941 7.835 24.019
O 20.287 15.676 31.571
O 16.873 18.519 29.655
O 11.504 20.086 30.302
O 26.974 20.854 25.943
O 20.37 19.074 34.001
O 14.112 15.691 29.998
O 28.167 15.05 35.04
O 29.568 21.723 29.993
O 26.977 20.858 33.874
O 24.17 18.606 34.308
O 31.173 21.044 27.983
O 27.132 25.065 32.149
O 17.073 35.201 22.874
O 24.584 33.544 30.387
O 16.19 23.343 28.925
O 20.51 28.542 32.065
O 33.077 3.775 32.144
O 30.843 6.705 21.781
O 23.232 -1.448 29.994
O 36.583 -4.376 34.974
O 28.472 6.923 29.178
O 23.474 14.415 34.981
O 37.118 3.905 26.228
O 34.395 -1.538 31.95
O 35.282 16.573 29.561
O 28.528 3.786 27.96
O 22.543 11.102 23.889
O 28.233 18.581 32.822
O 25.125 24.638 33.885
O 24.132 17.322 31.962
O 29.458 17.045 25.936
O 34.289 22.939 29.745
O 19.036 28.369 30.041
O 41.182 18.911 31.653
O 38.233 24.302 27.351
O 26.646 26.828 33.887
O 40.712 25.917 23.348
O 28.493 24.635 34.378
O 26.854 39.231 31.183
O 26.033 27.724 30.173
Si -0.013 2.745 8.159
Si 2.734 -0.002 8.148
Si -0.002 8.18 8.147
Si 2.715 5.452 8.138
Si 0.018 13.599 8.191
Si 2.703 10.909 8.152
Si 0.016 19.014 8.162
Si 2.743 16.322 8.179
Si -0.011 24.48 8.107
Si 2.716 21.755 8.138
Si 0.003 29.941 8.139
Si 2.707 27.232 8.077
Si 5.438 2.726 8.136
Si 8.143 0.007 8.082
Si 5.435 8.189 8.187
Si 8.152 5.46 8.182
Si 5.426 13.632 8.184
Si 8.155 10.909 8.226
Si 5.452 19.052 8.135
Si 8.155 16.352 8.182
Si 5.444 24.488 8.084
Si 8.188 21.782 8.085
Si 5.429 29.953 8.078
Si 8.177 27.197 8.106
Si 10.836 2.732 8.145
Si 13.588 -0.015 8.17
Si 10.885 8.173 8.225
Si 13.554 5.449 8.205
Si 10.882 13.636 8.228
Si 13.616 10.877 8.26
Si 10.924 19.079 8.145
Si 13.65 16.352 8.19
Si 10.911 24.488 8.079
Si 13.641 21.767 8.153
Si 10.89 29.936 8.102
Si 13.623 27.205 8.07
Si 16.291 2.739 8.191
Si 19.011 -0.013 8.159
Si 16.297 8.195 8.245
Si 19.01 5.491 8.26
Si 16.368 13.613 8.253
Si 19.053 10.92 8.244
Si 16.381 19.058 8.177
Si 19.107 16.308 8.245
Si 16.374 24.467 8.108
Si 19.091 21.757 8.118
Si 16.313 29.919 8.117
Si 19.062 27.182 8.146
Si 21.734 2.756 8.213
Si 24.488 0 8.212
Si 21.766 8.206 8.236
Si 24.478 5.489 8.23
Si 21.804 13.612 8.251
Si 24.508 10.892 8.234
Si 21.814 19.028 8.191
Si 24.52 16.315 8.189
Si 21.788 24.464 8.102
Si 24.511 21.755 8.16
Si 21.764 29.922 8.151
Si 24.467 27.21 8.108
Si 27.224 2.756 8.184
Si 29.933 0.021 8.139
Si 27.214 8.197 8.217
Si 29.953 5.481 8.165
Si 27.246 13.578 8.204
Si 29.942 10.883 8.182
Si 27.245 19.027 8.166
Si 29.969 16.29 8.18
Si 27.194 24.489 8.154
Si 29.934 21.762 8.149
Si 27.2 29.934 8.145
Si 29.926 27.199 8.161
Si 1.36 4.101 9.512
Si 4.095 1.361 9.5
Si 1.357 9.534 9.514
Si 4.069 6.811 9.521
Si 1.371 14.963 9.546
Si 4.067 12.255 9.532
Si 1.365 20.389 9.517
Si 4.092 17.7 9.521
Si 1.358 25.855 9.454
Si 4.087 23.134 9.475
Si 1.373 31.296 9.492
Si 4.075 28.586 9.445
Si 6.794 4.083 9.516
Si 9.487 1.357 9.488
Si 6.788 9.542 9.572
Si 9.51 6.813 9.562
Si 6.798 14.988 9.545
Si 9.517 12.278 9.587
Si 6.82 20.433 9.466
Si 9.544 17.723 9.508
Si 6.806 25.842 9.462
Si 9.542 23.143 9.454
Si 6.793 31.304 9.45
Si 9.536 28.57 9.463
Si 12.188 4.088 9.537
Si 14.937 1.365 9.533
Si 12.239 9.531 9.603
Si 14.918 6.825 9.566
Si 12.27 14.999 9.562
Si 14.983 12.256 9.598
Si 12.278 20.422 9.523
Si 15.01 17.707 9.555
Si 12.266 25.851 9.446
Si 15.012 23.127 9.497
Si 12.227 31.287 9.507
Si 14.957 28.562 9.47
Si 17.641 4.105 9.572
Si 20.357 1.371 9.522
Si 17.678 9.555 9.592
Si 20.392 6.847 9.601
Si 17.729 14.971 9.605
Si 20.428 12.261 9.606
Si 17.743 20.413 9.532
Si 20.471 17.674 9.583
Si 17.709 25.821 9.498
Si 20.446 23.107 9.492
Si 17.655 31.285 9.503
Si 20.416 28.549 9.5
Si 23.098 4.119 9.565
Si 25.85 1.387 9.532
Si 23.136 9.546 9.601
Si 25.848 6.844 9.575
Si 23.178 14.97 9.592
Si 25.88 12.245 9.59
Si 23.181 20.383 9.54
Si 25.894 17.664 9.544
Si 23.135 25.828 9.481
Si 25.864 23.106 9.522
Si 23.115 31.283 9.522
Si 25.83 28.559 9.482
Si 28.594 4.117 9.523
Si 31.295 1.375 9.507
Si 28.584 9.548 9.57
Si 31.316 6.826 9.527
Si 28.608 14.941 9.563
Si 31.305 12.239 9.546
Si 28.594 20.391 9.529
Si 31.317 17.662 9.544
Si 28.565 25.837 9.51
Si 31.299 23.125 9.495
Si 28.569 31.31 9.486
Si 31.303 28.57 9.488
Si 0.014 0.006 10.834
Si 2.731 2.726 10.849
Si 0.011 5.464 10.883
Si 2.712 8.174 10.886
Si -0.006 10.867 10.894
Si 2.712 13.594 10.909
Si -0.001 16.299 10.921
Si 2.718 19.034 10.893
Si -0.015 21.753 10.863
Si 2.716 24.495 10.833
Si 0.001 27.202 10.84
Si 2.738 29.935 10.843
Si 5.458 -0.004 10.849
Si 8.153 2.72 10.879
Si 5.446 5.453 10.874
Si 8.156 8.178 10.925
Si 5.423 10.912 10.92
Si 8.154 13.646 10.936
Si 5.44 16.349 10.896
Si 8.169 19.089 10.85
Si 5.451 21.775 10.846
Si 8.178 24.494 10.829
Si 5.435 27.217 10.809
Si 8.162 29.944 10.808
Si 10.864 0.008 10.847
Si 13.574 2.745 10.88
Si 10.865 5.457 10.927
Si 13.593 8.179 10.964
Si 10.885 10.919 10.944
Si 13.617 13.624 10.937
Si 10.894 16.374 10.9
Si 13.631 19.068 10.905
Si 10.897 21.798 10.842
Si 13.627 24.5 10.824
Si 10.906 27.209 10.823
Si 13.61 29.929 10.853
Si 16.307 -0.002 10.877
Si 19.016 2.736 10.905
Si 16.289 5.486 10.924
Si 19.026 8.204 10.966
Si 16.336 10.902 10.974
Si 19.079 13.617 10.974
Si 16.356 16.338 10.936
Si 19.095 19.042 10.915
Si 16.358 21.764 10.887
Si 19.076 24.458 10.858
Si 16.333 27.208 10.821
Si 19.041 29.921 10.834
Si 21.737 -0.001 10.841
Si 24.472 2.741 10.881
Si 21.744 5.471 10.948
Si 24.49 8.184 10.958
Si 21.777 10.9 10.97
Si 24.528 13.604 10.961
Si 21.823 16.319 10.964
Si 24.538 19.017 10.911
Si 21.806 21.747 10.874
Si 24.498 24.466 10.861
Si 21.777 27.181 10.853
Si 24.483 29.913 10.861
Si 27.212 0.004 10.86
Si 29.949 2.749 10.871
Si 27.224 5.464 10.884
Si 29.953 8.175 10.895
Si 27.235 10.892 10.963
Si 29.956 13.583 10.941
Si 27.245 16.303 10.927
Si 29.944 19.024 10.903
Si 27.227 21.745 10.892
Si 29.931 24.473 10.864
Si 27.192 27.199 10.845
Si 29.934 29.936 10.827
Si 1.375 1.361 12.201
Si 4.096 4.078 12.214
Si 1.362 6.814 12.263
Si 4.056 9.536 12.265
Si 1.345 12.22 12.26
Si 4.075 14.971 12.243
Si 1.353 17.668 12.269
Si 4.095 20.403 12.223
Si 1.348 23.127 12.201
Si 4.08 25.861 12.192
Si 1.376 28.565 12.189
Si 4.092 31.306 12.207
Si 6.803 1.35 12.236
Si 9.508 4.079 12.262
Si 6.796 6.801 12.269
Si 9.515 9.553 12.284
Si 6.783 12.281 12.287
Si 9.528 15.028 12.278
Si 6.807 17.736 12.223
Si 9.522 20.456 12.205
Si 6.814 23.147 12.205
Si 9.548 25.853 12.193
Si 6.806 28.576 12.165
Si 9.5 31.311 12.192
Si 12.221 1.377 12.22
Si 14.914 4.13 12.253
Si 12.217 6.826 12.304
Si 14.966 9.537 12.327
Si 12.257 12.27 12.314
Si 14.993 14.972 12.294
Si 12.252 17.729 12.273
Si 14.989 20.422 12.276
Si 12.264 23.153 12.197
Si 14.98 25.862 12.185
Si 12.252 28.57 12.206
Si 14.96 31.293 12.235
Si 17.652 1.373 12.247
Si 20.361 4.103 12.287
Si 17.633 6.851 12.31
Si 20.39 9.557 12.331
Si 17.708 12.263 12.328
Si 20.455 14.963 12.33
Si 17.731 17.688 12.289
Si 20.484 20.383 12.265
Si 17.727 23.112 12.245
Si 20.431 25.815 12.22
Si 17.695 28.557 12.188
Si 20.391 31.291 12.187
Si 23.082 1.367 12.196
Si 25.837 4.114 12.216
Si 23.11 6.829 12.309
Si 25.861 9.533 12.319
Si 23.153 12.25 12.324
Si 25.909 14.941 12.325
Si 23.209 17.659 12.313
Si 25.896 20.368 12.273
Si 23.161 23.099 12.243
Si 25.873 25.808 12.217
Si 23.134 28.54 12.216
Si 25.839 31.295 12.203
Si 28.568 1.384 12.198
Si 31.317 4.1 12.237
Si 28.594 6.812 12.239
Si 31.313 9.51 12.272
Si 28.607 12.235 12.338
Si 31.314 14.934 12.313
Si 28.599 17.662 12.298
Si 31.287 20.407 12.255
Si 28.577 23.119 12.246
Si 31.29 25.848 12.204
Si 28.55 28.583 12.172
Si 31.319 31.29 12.161

Results
total energy: -461847.847 eV
total energy less fixed offsets of O -438.25, Si -107.07 eV per atom: 4.393 eV

Forces (eV/angstrom) on atoms 363 to 1816 of the 2136, counted in the order above; the others are left out for length: element, x, y, z
Si 0.002 -0.002 -0.001
Si -0.002 0.008 -0.007
Si -0.011 0.007 -0.005
Si 0.004 0.006 -0.02
Si 0.015 -0.004 -0.004
Si 0.006 -0.005 0.002
Si 0.01 0.012 -0.001
Si -0.007 0.018 -0.006
Si -0.017 0.002 -0.01
Si -0.015 0.011 -0.014
Si -0.005 -0.005 0.003
Si -0.005 -0.004 -0.015
Si 0 0 -0.004
Si -0.002 0 -0.002
Si 0.004 -0.013 -0.001
Si 0.013 -0.004 -0.004
Si 0.005 0.013 -0.004
Si -0.002 -0.008 -0.007
Si 0.006 -0.005 -0.009
Si 0.004 -0.003 0.002
Si 0 0.005 -0.002
Si -0.005 -0.006 0.003
Si -0.007 -0.014 0
Si -0.015 0.005 -0.008
Si 0.001 -0.007 -0.011
Si -0.004 -0.007 -0.013
Si 0.019 -0.003 -0.002
Si 0 -0.005 -0.023
Si -0.001 -0.002 -0.001
Si 0.004 0.009 -0.002
Si 0.017 -0.006 0.002
Si -0.012 0.002 0.006
Si 0.002 -0.005 0.005
Si 0.013 -0.007 -0.007
Si 0.003 -0.018 -0.006
Si -0.014 0.002 -0.01
Si -0.013 -0.004 -0.004
Si 0.002 0.007 -0.008
Si 0 0.003 -0.014
Si 0.008 0.005 -0.016
Si 0.004 -0.012 -0.012
Si -0.001 -0.011 0.012
Si 0.01 -0.02 -0.003
Si 0.005 0.008 0.001
Si 0.003 0.006 -0.002
Si -0.001 -0.007 -0.003
Si 0.015 0 -0.001
Si -0.015 0.01 -0.002
Si 0.014 -0.007 -0.006
Si -0.003 -0.015 -0.008
Si 0.003 -0.001 -0.007
Si -0.006 0.004 -0.007
Si -0.003 0.006 -0.006
Si -0.002 0.017 -0.005
Si 0 -0.004 -0.006
Si -0.008 0.006 -0.002
Si -0.004 -0.003 -0.006
Si 0.01 0 -0.01
Si 0.011 -0.007 -0.001
Si 0.005 -0.001 -0.014
Si -0.009 0.016 -0.004
Si 0.006 -0.009 -0.011
Si 0.002 0.009 -0.01
Si 0.011 -0.004 0.002
Si 0.008 0.02 -0.006
Si -0.006 0.008 -0.001
Si -0.002 0.006 0.002
Si 0.003 0.008 -0.006
Si 0.008 -0.012 0
Si 0.004 0.003 0.001
Si -0.002 0.012 0.003
Si 0.008 0.005 0.011
Si 0.006 -0.002 0.007
Si 0.011 0.005 0
Si 0.007 -0.005 0.007
Si -0.004 -0.004 0.004
Si 0.008 -0.003 0
Si -0.014 -0.014 0.002
Si -0.019 -0.007 0.01
Si 0.009 -0.013 0.005
Si -0.006 -0.011 0.002
Si -0.012 0.011 0.002
Si 0.005 0.002 0.004
Si 0.001 0.002 0.011
Si -0.012 0.007 0.007
Si 0.005 -0.009 0.011
Si -0.007 -0.003 0.015
Si 0.004 0 0.001
Si 0.006 0.009 0.014
Si 0.004 -0.002 0.003
Si 0.007 -0.004 0.013
Si -0.003 0.004 0.011
Si 0.001 0.003 0.002
Si 0.013 -0.005 0.007
Si 0.019 -0.004 0.001
Si 0.005 -0.006 0.001
Si 0.003 0.009 0.002
Si -0.006 -0.002 0.008
Si -0.005 0.002 0.01
Si 0.025 -0.012 0.005
Si 0.009 0.01 0.003
Si -0.011 -0.002 0.004
Si 0.002 0.011 0.002
Si -0.006 0.01 -0.002
Si -0.006 -0.001 0.001
Si -0.004 0 0.008
Si -0.006 -0.001 0.001
Si 0.001 0.012 0.006
Si -0.003 0.007 0.013
Si 0.004 -0.012 0.006
Si 0.001 -0.009 0.002
Si 0 0.007 0.012
Si -0.004 -0.007 -0.013
Si -0.007 0.012 -0.006
Si -0.009 0.005 -0.011
Si -0.008 0.005 -0.003
Si 0.011 -0.003 -0.008
Si 0.006 0.005 -0.012
Si 0.007 -0.011 0.004
Si 0.001 0.003 -0.002
Si 0.008 -0.013 0.006
Si 0.006 -0.009 0.01
Si 0.001 0.017 0.003
Si -0.002 0.006 0.002
Si -0.004 -0.004 0
Si -0.007 0.004 0
Si -0.016 0.021 -0.001
Si 0.002 -0.009 0
Si -0.004 -0.012 0.005
Si 0.004 -0.01 0.007
Si -0.009 -0.015 0.006
Si 0.001 -0.003 -0.005
Si -0.002 -0.001 0
Si -0.002 -0.001 0.005
Si 0 0 0.007
Si -0.006 -0.011 0.006
Si -0.002 0.016 0.012
Si 0.003 -0.009 0.012
Si -0.001 -0.012 0.009
Si -0.013 -0.002 -0.008
Si -0.005 0.001 0.015
Si -0.001 0.025 0.007
Si 0.007 -0.009 -0.001
Si -0.02 -0.009 0.005
Si -0.006 0.013 -0.003
Si -0.008 0.001 -0.013
Si 0.017 -0.015 -0.024
Si -0.001 -0.002 -0.016
Si 0.005 -0.008 -0.02
Si 0.009 -0.016 -0.01
Si 0.041 0.009 0.02
Si -0.001 0.001 -0.021
Si -0.017 -0.013 0.004
Si 0.011 0.004 -0.002
Si -0.003 -0.006 -0.008
Si -0.014 0 0.007
Si 0 0.011 -0.008
Si -0.013 -0.009 -0.004
Si -0.014 0.008 -0.012
Si -0.002 -0.001 -0.014
Si -0.003 -0.009 -0.011
Si -0.019 0.009 0.007
Si 0.004 0.002 -0.001
Si 0.004 0.006 0.003
Si 0 0.002 0.001
Si -0.002 0.014 -0.004
Si -0.006 0.001 0.001
Si -0.01 0.012 -0.001
Si -0.014 -0.017 0.014
Si -0.003 -0.01 0.004
Si 0.025 0.003 -0.001
Si 0.005 -0.002 -0.007
Si -0.019 0.013 -0.001
Si 0.015 0.008 -0.006
Si 0.006 0.002 0
Si 0.009 0.007 -0.008
Si -0.004 0.007 -0.002
Si 0.02 0.005 -0.005
Si -0.027 0.018 0.004
Si 0.006 0.001 0.001
Si 0.006 0 0.009
Si -0.005 0.014 -0.001
Si 0.018 0.002 0.004
Si -0.001 0.005 -0.003
Si -0.01 -0.014 -0.004
Si 0.015 -0.021 -0.01
Si 0.002 -0.006 0.014
Si -0.001 -0.011 -0.003
Si -0.006 -0.012 0.009
Si -0.013 -0.009 -0.001
Si -0.005 -0.009 0.016
Si 0.007 0.01 -0.011
Si -0.022 -0.004 -0.007
Si 0.015 0.014 0.008
Si -0.006 0.004 -0.017
Si -0.008 -0.005 0.004
Si 0.013 0.003 -0.002
Si -0.004 -0.018 0.01
Si 0.018 -0.004 0.001
Si 0.01 -0.006 -0.002
Si 0.008 0.013 0.014
Si -0.002 -0.002 -0.023
Si -0.008 -0.017 0
Si -0.014 -0.008 -0.01
Si -0.008 0.005 -0.013
Si -0.013 0.003 0.01
Si 0.002 0.004 0.012
Si 0.008 0 0.002
Si -0.004 0.011 0.021
Si 0.02 0.023 0
Si 0.008 0.018 0.005
Si 0.011 0.026 0.014
Si 0.01 0.012 -0.003
Si -0.015 -0.019 -0.022
Si -0.003 -0.005 -0.008
Si 0.003 0.003 0.006
Si 0.006 0.008 0.003
Si -0.002 -0.018 0.009
Si 0.029 -0.005 0.014
Si -0.011 0.004 0.02
Si -0.01 -0.005 -0.011
Si -0.03 0 -0.019
Si -0.002 -0.004 -0.023
Si -0.021 0.028 0.008
Si -0.051 -0.008 -0.013
Si 0.016 0.012 0.014
Si 0.003 -0.014 0.017
Si 0.005 -0.005 0.021
Si 0.006 0.004 -0.007
Si -0.003 -0.01 0.022
Si -0.029 0.018 0.005
Si 0.025 0 -0.008
Si -0.012 -0.02 0.027
Si 0.015 0.008 0.017
Si 0.006 0.004 0.009
Si 0.011 0.009 0.002
Si 0.002 0.027 -0.003
Si 0.003 -0.001 -0.008
Si 0.019 -0.004 -0.003
Si 0.033 -0.014 0.021
Si 0.028 0.011 -0.001
Si 0.024 0 0.002
Si 0.008 0.008 0.01
Si 0.003 0.004 -0.016
Si 0.017 -0.013 0.015
Si 0.014 -0.012 -0.043
Si 0.022 -0.021 0.017
Si 0.005 -0.002 0.005
Si -0.011 0.008 0.011
Si 0.015 0.004 0
Si 0.019 -0.001 -0.002
Si -0.001 -0.003 -0.015
Si 0.019 -0.028 0.016
Si 0.018 -0.007 -0.011
Si -0.011 0.009 0.022
Si -0.001 0.007 0.005
Si -0.02 0.011 -0.006
Si -0.01 0.013 0.003
Si 0.003 -0.006 -0.035
Si 0.006 0.016 0.008
Si -0.012 0.002 -0.007
Si 0.016 0.027 -0.012
Si 0.002 -0.004 0.009
Si -0.012 -0.023 0.01
Si 0.004 -0.01 -0.001
Si -0.008 0.013 0.008
Si 0.015 0.006 -0.002
Si -0.005 0.001 0.016
Si -0.01 0.013 -0.02
Si 0.004 0.01 0.01
Si 0.008 0.013 -0.013
Si -0.031 -0.002 -0.011
Si 0.004 -0.005 -0.011
Si -0.012 -0.014 0.019
Si 0.006 0.007 0.013
Si -0.006 0.008 0.005
Si -0.008 -0.016 0.011
Si -0.001 -0.01 0.009
Si -0.015 -0.006 0.009
Si 0.002 -0.021 0.007
Si 0.001 -0.004 -0.001
Si -0.002 -0.009 -0.012
Si 0.004 0.007 0.022
Si -0.002 -0.013 0.003
Si -0.006 0.006 0.045
Si -0.011 0.034 -0.018
Si 0.006 0.01 0.002
Si -0.014 0.004 -0.001
Si 0.032 -0.015 -0.033
Si 0.014 0.024 -0.034
Si -0.001 -0.009 -0.012
Si 0.02 0.015 -0.031
Si 0.017 -0.001 -0.03
Si -0.006 0.009 -0.047
Si -0.003 0.006 -0.03
Si -0.014 -0.024 -0.034
Si 0.004 0.047 -0.039
Si -0.003 0.009 -0.033
Si 0.012 -0.001 -0.048
Si -0.045 -0.016 -0.021
Si 0.011 0.01 -0.021
Si 0.016 -0.009 -0.032
Si -0.031 0.019 -0.048
Si -0.002 -0.014 -0.028
Si -0.008 0.003 -0.026
Si -0.009 0.006 -0.012
Si -0.008 -0.009 -0.012
Si 0.01 -0.008 -0.007
Si -0.012 -0.028 -0.003
Si -0.003 0.035 -0.024
Si 0.006 -0.008 -0.014
Si -0.015 0.003 0.01
Si 0.003 -0.039 0.033
Si -0.006 0.02 -0.016
Si -0.025 -0.013 -0.008
Si 0.008 -0.03 0.001
Si -0.003 0.031 -0.011
Si -0.026 0.021 -0.017
Si -0.029 0.001 -0.028
Si 0.034 0.003 -0.008
Si -0.004 -0.003 -0.02
Si -0.033 0.018 -0.031
Si 0.002 0.012 -0.002
Si -0.003 -0.014 -0.014
Si -0.01 0.02 -0.027
Si -0.013 0.003 0.001
Si -0.001 0.016 -0.023
Si 0.001 -0.005 -0.026
Si 0.026 -0.04 -0.034
Si 0.009 -0.003 -0.006
Si -0.019 -0.002 -0.019
Si -0.011 -0.014 -0.01
Si 0.018 -0.019 -0.011
Si 0.016 -0.046 -0.015
Si -0.03 0.038 -0.004
Si 0.01 -0.006 -0.025
Si 0.007 0.025 -0.03
Si 0.02 0.004 -0.002
Si -0.008 -0.037 -0.006
Si 0.021 0.014 -0.01
Si -0.002 -0.023 -0.032
Si 0.012 -0.011 -0.024
Si 0.008 0.004 0.007
Si 0.031 0.002 0.002
Si 0.005 0.011 -0.022
Si 0.025 0.005 -0.042
Si -0.056 0.036 -0.017
Si 0.014 -0.031 -0.006
Si -0.007 0.022 -0.005
Si -0.008 -0.011 -0.019
Si 0.029 -0.009 -0.016
Si 0.04 -0.022 -0.032
Si -0.04 0.015 -0.008
Si 0.028 0.025 -0.012
Si -0.037 -0.029 -0.015
Si 0.043 0.031 0.029
Si 0.003 0.006 -0.024
Si -0.027 -0.036 0.012
Si -0.005 0.001 0.026
Si 0.016 0 0.075
Si -0.014 -0.034 0.039
Si -0.025 -0.013 0.054
Si -0.002 0.006 0.047
Si -0.014 0 0.074
Si -0.006 0.003 0.029
Si -0.009 -0.015 0.044
Si 0 -0.006 0.028
Si -0.036 -0.007 0.009
Si 0.001 0.048 0.01
Si -0.068 -0.059 0.005
Si 0.031 0 0.043
Si -0.039 -0.021 0.06
Si -0.022 -0.013 0.028
Si 0.023 0.018 0.029
Si -0.005 -0.005 0.076
Si 0.025 -0.015 0.055
Si 0.016 -0.008 0.057
Si 0.014 0.017 0.072
Si 0.036 0.033 0.028
Si -0.014 -0.002 0.049
Si 0.039 -0.013 0.065
Si -0.001 0.008 0.007
Si 0.034 -0.022 0.007
Si 0.04 0.021 -0.016
Si -0.009 -0.005 0.041
Si -0.045 0.024 -0.003
Si 0.003 0.02 0.056
Si 0.027 -0.015 0.009
Si 0.021 -0.001 0.045
Si -0.013 -0.011 0.042
Si 0.012 0.018 0.049
Si -0.006 0.006 0.071
Si 0.025 0.044 0.007
Si 0.008 -0.008 0.057
Si -0.008 0.04 0.023
Si -0.02 -0.012 0.056
Si -0.006 0.018 -0.01
Si 0.028 0.001 0.036
Si 0.023 -0.002 0.042
Si -0.018 0.014 0.006
Si -0.005 -0.011 -0.001
Si -0.011 0.014 0.052
Si 0.005 -0.006 0.042
Si 0.001 0.017 0.029
Si -0.002 0.01 0.026
Si 0.008 0.006 0.035
Si -0.004 -0.086 0.002
Si -0.028 -0.004 0.027
Si 0.012 -0.002 0.045
Si 0 -0.03 0.017
Si -0.016 0.02 0.02
Si 0.001 -0.004 0.059
Si 0.021 0.023 0.05
Si 0.008 0.034 0.015
Si -0.03 0.007 0.052
Si 0 -0.007 0.039
Si -0.011 0.026 0.045
Si -0.038 -0.008 0.042
Si 0.031 0.012 0.041
Si 0.026 -0.041 0.037
Si -0.006 -0.011 0.016
Si 0.005 0.05 0.017
Si -0.046 -0.008 0.053
Si -0.012 0.008 0.026
Si -0.022 0.037 0.048
Si -0.003 -0.002 0.031
Si 0.042 -0.029 0.017
Si -0.029 0.017 0.026
Si 0.024 0.053 0.028
Si 0.034 -0.02 0.037
Si 0.242 -0.09 -0.744
Si -0.269 0.065 -0.784
Si -0.078 0.208 -0.718
Si 0.137 -0.199 -0.752
Si 0.186 -0.28 -0.711
Si -0.048 0.102 -0.74
Si -0.027 0.147 -0.686
Si 0.104 -0.196 -0.715
Si -0.101 0.057 -0.709
Si 0.036 0.016 -0.308
Si -0.199 0.291 -0.734
Si 0.253 0.056 -0.711
Si -0.249 0.123 -0.753
Si 0.042 -0.19 -0.816
Si -0.031 -0.012 -0.48
Si 0.075 -0.146 -0.733
Si -0.315 0.016 -0.715
Si 0.281 0.02 -0.765
Si 0.245 -0.004 -0.606
Si -0.03 0.086 -0.669
Si -0.113 0.039 -0.717
Si 0.099 -0.155 -0.726
Si 0.388 -0.217 -0.736
Si -0.172 -0.086 -0.642
Si 0.253 0.096 -0.652
Si -0.159 0.258 -0.65
Si -0.168 0.364 -0.698
Si -0.307 0.187 -0.703
Si 0.032 -0.099 -0.787
Si -0.095 0.165 -0.698
Si -0.495 0.359 -0.587
Si 0.143 -0.257 -0.7
Si 0.025 -0.243 -0.654
Si -0.309 0.459 -0.641
Si -0.171 0.066 -0.646
Si -0.03 -0.056 -0.727
Si 0.08 -0.308 -0.736
Si 0.116 0.159 -0.714
Si 0.111 -0.13 -0.723
Si -0.091 0.172 -0.719
Si -0.287 0.013 -0.703
Si 0.03 -0.197 -0.697
Si 0.246 -0.194 -0.632
Si -0.244 0.261 -0.648
Si -0.12 0.122 -0.811
Si 0.129 -0.068 -0.742
Si 0.126 0.008 -0.71
Si -0.045 0.226 -0.775
Si 0.147 -0.145 -0.78
Si 0.091 0.11 -0.619
Si -0.061 0.089 -0.736
Si 0.166 -0.012 -0.628
Si 0.265 -0.353 -0.567
Si -0.231 0.168 -0.808
Si -0.029 0.199 -0.786
Si 0.274 -0.054 -0.726
Si 0.172 -0.13 -0.732
Si -0.123 0.178 -0.794
Si -0.296 0.013 -0.807
Si -0.052 0.005 -0.565
Si -0.181 -0.042 -0.519
Si 0.091 0.001 -0.621
Si 0.237 -0.048 -0.628
Si -0.087 0.238 -0.802
Si -0.041 0.074 -0.781
Si 0.173 -0.155 -0.808
Si 0.062 -0.361 -0.669
Si -0.142 0.18 -0.72
Si 0.11 -0.236 -0.762
Si 0.273 -0.202 -0.687
Si 0.15 -0.318 -0.79
Si -0.274 -0.174 -0.687
Si -0.042 0.03 0.34
Si -0.047 -0.027 -0.112
Si 0.139 0.049 -0.06
Si -0.026 0.055 -0.077
Si 0.033 -0.011 -0.082
Si -0.036 0.173 -0.093
Si 0.076 0.044 -0.111
Si -0.049 0.077 -0.338
Si -0.042 0.062 0.065
Si -0.16 -0.022 -0.177
Si 0.04 0.004 0.113
Si -0.101 -0.019 -0.109
Si 0.011 -0.026 -0.305
Si -0.097 -0.026 0.06
Si -0.076 0.112 -0.237
Si 0.15 -0.031 -0.095
Si -0.11 0.135 -0.083
Si -0.028 -0.007 -0.136
Si -0.035 -0.075 0.218
Si 0.038 -0.03 -0.119
Si -0.021 -0.066 0.105
Si -0.048 -0.171 0.028
Si 0.042 -0.072 -0.049
Si 0.03 0.066 0.054
Si 0.188 -0.04 -0.026
Si -0.04 -0.143 -0.08
Si -0.064 -0.024 -0.185
Si -0.022 -0.057 -0.19
Si -0.146 -0.124 0.035
Si 0.156 -0.044 -0.116
Si -0.03 -0.048 -0.103
Si 0.086 -0.083 0.067
Si 0.102 0.051 -0.068
Si 0.026 0.066 -0.096
Si -0.028 -0.11 0.275
Si -0.173 0.058 0.1
Si -0.138 0.033 -0.007
Si -0.04 0.069 0.282
Si 0.03 -0.086 -0.218
Si 0.085 -0.049 -0.057
Si -0.079 0.075 0.059
Si 0.027 0.04 -0.267
Si -0.012 0.058 0.049
Si -0.053 -0.001 0.004
Si -0.083 0.113 0.172
Si 0.047 -0.047 0.279
Si -0.037 0.046 -0.176
Si -0.076 -0.017 0.179
Si -0.006 0.087 0.02
Si 0.016 0.015 -0.235
Si 0.032 0.133 0.102
Si 0.096 0.065 0.115
Si 0.101 -0.008 -0.13
Si -0.099 -0.018 -0.03
Si -0.084 -0.002 -0.118
Si -0.004 0.109 -0.004
Si 0.043 -0.124 -0.112
Si 0.071 0.013 0.013
Si 0.054 -0.099 0.187
Si -0.019 0.005 -0.055
Si 0.09 -0.112 -0.013
Si -0.084 0.092 0.268
Si 0.19 0.059 0.073
Si 0.155 0.027 -0.031
Si 0.164 -0.014 0.132
Si -0.085 -0.059 0.103
Si 0.108 -0.018 0.155
Si 0.028 0.028 -0.049
Si -0.048 0.086 0.038
Si 0.085 0.008 -0.032
Si -0.024 0.034 -0.117
Si 0.039 -0.06 -0.05
Si -0.038 -0.083 -0.133
Si -0.089 -0.026 -0.24
Si -0.044 -0.007 0.13
Si -0.057 0.091 0.03
Si -0.039 0.089 -0.051
Si -0.047 0.178 0.03
Si -0.025 -0.088 0.135
Si 0.071 0.005 -0.125
Si -0.04 -0.1 0.253
Si -0.008 -0.007 0.183
Si 0.079 0.027 -0.053
Si -0.037 -0.053 0.062
Si 0.255 0.1 -0.143
Si -0.013 0.187 -0.168
Si 0.088 0.107 -0.077
Si 0.041 0.125 -0.148
Si 0.042 -0.136 -0.018
Si 0.013 0.045 -0.056
Si -0.157 0.056 -0.329
Si -0.015 -0.076 -0.021
Si 0.048 -0.057 -0.121
Si 0.033 -0.091 0.078
Si -0.094 0.071 -0.072
Si 0.019 0.068 -0.109
Si 0.062 -0.087 -0.146
Si 0.148 0.047 -0.195
Si -0.012 0.062 0.034
Si -0.118 -0.049 -0.193
Si 0.128 0.046 -0.029
Si 0.066 0.046 -0.104
Si -0.023 -0.056 -0.042
Si 0.07 0.137 0.035
Si -0.087 -0.06 -0.163
Si -0.051 -0.081 -0.217
Si -0.139 0.006 0.132
Si -0.048 0.046 -0.207
Si 0.044 -0.061 0.115
Si -0.051 0.101 -0.16
Si -0.007 -0.089 -0.289
Si 0.059 -0.042 -0.205
Si -0.107 -0.024 -0.247
Si -0.049 0.022 0.021
Si 0.036 -0.005 0.084
Si -0.081 -0.097 -0.205
Si -0.016 -0.13 0.12
Si 0.029 -0.102 -0.128
Si 0.035 0.139 0.148
Si -0.105 0.038 0.075
Si -0.002 -0.098 0.084
Si 0.066 -0.049 0.363
Si -0.077 -0.14 0.134
Si 0.064 -0.13 0.206
Si -0.028 0.019 -0.132
Si 0.101 0.076 0.028
Si -0.02 0.173 -0.107
Si 0.107 0.022 0.099
Si 0.04 -0.185 0.004
Si 0.044 -0.102 0.311
Si -0.089 0.032 0.063
Si 0.116 0.238 0.079
Si 0.052 -0.018 -0.022
Si 0.058 0.038 0.027
Si 0.055 -0.011 -0.104
Si 0.015 -0.011 -0.05
Si -0.069 0.033 0.015
Si -0.032 0.08 0.121
Si -0.048 -0.006 -0.094
Si 0.228 0.062 -0.293
Si 0 -0.073 0.023
Si -0.026 0.117 -0.112
Si 0.103 -0.028 -0.23
Si 0.002 -0.059 0.053
Si 0.09 -0.088 0.052
Si -0.051 -0.158 -0.011
Si -0.173 -0.039 0.212
Si 0.002 0.05 0.122
Si -0.151 -0.134 -0.252
Si -0.017 -0.025 0.073
Si -0.011 0.008 0.023
Si 0.066 0.092 -0.037
Si 0 0.046 -0.062
Si 0.056 -0.015 -0.189
Si 0.072 -0.212 0.217
Si -0.024 -0.026 -0.074
Si 0.065 -0.06 0.045
Si -0.065 0.06 0.253
Si 0.044 -0.023 -0.072
Si 0.096 -0.047 0.012
Si -0.035 -0.013 0.084
Si 0.017 0.074 -0.163
Si -0.084 0.076 0.12
Si 0.052 0.11 0.176
Si 0.148 0.113 0.076
Si 0.002 -0.039 0
Si -0.028 0.061 -0.105
Si -0.05 -0.004 0.192
Si -0.01 0.102 0.107
Si 0.041 0.046 0.048
Si -0.193 -0.082 0.152
Si -0.085 -0.046 0.03
Si -0.057 0.03 0.07
Si 0.036 0.03 -0.329
Si -0.038 -0.003 0.161
Si 0.044 -0.01 0.278
Si -0.038 0.021 0.172
Si -0.031 0.132 -0.215
Si 0.026 0.084 -0.119
Si -0.012 0.04 -0.11
Si -0.025 0.012 -0.232
Si 0.005 -0.005 -0.134
Si 0.116 0.019 -0.147
Si 0.01 -0.086 0.2
Si -0.009 0.125 0.337
Si -0.067 0.036 0.035
Si 0.058 -0.025 -0.263
Si 0.194 -0.08 0.212
Si -0.043 0.068 0.166
Si -0.01 -0.027 0.268
Si 0.118 0.062 0.117
Si -0.084 0.074 0.079
Si -0.001 -0.015 0.171
Si -0.076 -0.017 -0.111
Si -0.021 -0.043 0.099
Si -0.014 -0.059 0.072
Si 0.043 0.061 0.041
Si -0.125 -0.143 -0.132
Si -0.046 -0.055 -0.045
Si -0.063 -0.043 0.063
Si -0.111 -0.093 -0.003
Si 0.005 0.077 -0.019
Si 0.089 -0.045 0.031
Si -0.088 -0.033 0.214
Si -0.037 -0.005 -0.071
Si -0.007 0.038 0.101
Si 0.017 -0.017 0.003
Si -0.015 0.023 0.225
Si -0.067 -0.066 -0.047
Si -0.078 -0.166 0.101
Si 0.014 0.044 0.064
Si -0.007 -0.067 0.059
Si -0.066 -0.043 0.086
Si -0.029 0.021 -0.121
Si -0.034 0.226 0.1
Si -0.03 -0.045 0.118
Si 0.101 0.154 0.138
Si 0.096 0.078 -0.165
Si -0.028 0.008 0.088
Si 0.016 -0.011 -0.177
Si 0.008 0.102 0.228
Si -0.047 -0.099 0.173
Si -0.113 0.05 0.104
Si 0.066 0.047 -0.039
Si 0.029 0.014 0.008
Si -0.048 0.167 0.198
Si 0.069 -0.021 0.068
Si 0.019 -0.083 -0.084
Si -0.095 -0.19 0.061
Si 0.035 0.113 0.163
Si -0.011 0.116 -0.066
Si -0.049 -0.116 0.074
Si -0.024 -0.022 0.025
Si -0.024 -0.05 0.172
Si 0.008 -0.09 -0.069
Si 0.109 0.031 0.041
Si -0.008 -0.002 -0.267
Si 0.015 -0.164 -0.01
Si -0.067 0.027 0.287
Si -0.032 -0.068 0.013
Si -0.098 -0.002 0.066
Si 0.016 -0.085 -0.052
Si 0.034 0.05 -0.003
Si -0.062 -0.022 -0.092
Si 0.063 -0.145 -0.089
Si 0.012 0.03 -0.033
Si 0.034 0.1 -0.037
Si 0.067 -0.011 -0.259
Si -0.094 -0.034 -0.174
Si 0.006 0.176 0.119
Si -0.049 0.019 0.206
Si -0.052 0.065 0.069
Si -0.043 -0.023 0.165
Si -0.105 0.032 -0.282
Si -0.124 0 0.171
Si 0.166 -0.025 -0.047
Si -0.028 -0.12 0.109
Si 0.047 0.013 -0.143
Si 0.156 -0.074 -0.017
Si 0.095 0.092 0.21
Si -0.008 -0.037 0.209
Si -0.079 -0.023 0.084
Si -0.018 -0.244 0.173
Si -0.099 -0.018 0.032
Si -0.058 0.152 -0.074
Si -0.021 0.145 -0.156
Si -0.059 0.1 -0.074
Si -0.127 0.052 -0.344
Si 0.049 0.131 0.067
Si 0.048 0.045 0.196
Si 0.078 -0.083 -0.049
Si -0.108 0.02 -0.185
Si 0.035 0.041 -0.074
Si -0.097 -0.02 -0.078
Si 0.129 0.048 0.259
Si -0.057 0.076 0.09
Si -0.087 0.106 0.11
Si -0.063 -0.15 0.029
Si -0.104 -0.126 -0.18
Si -0.041 -0.006 -0.243
O -0.044 0.237 0.329
O -0.237 -0.495 -0.43
O -0.576 0.088 0.247
O 0.522 0.219 0.141
O -0.587 -0.062 -0.114
O 0.153 0.33 -0.074
O -0.052 -0.767 0.201
O -0.635 -0.236 -0.473
O 0.032 0.189 0.358
O 0.054 -0.184 -0.14
O -0.037 -0.044 0.201
O -0.678 -0.069 0.032
O 0.25 0.377 -0.266
O 0.104 -0.613 -0.05
O -0.013 -0.03 0.077
O 0.219 0.21 -0.298
O 0.471 -0.246 0.125
O -0.487 -0.319 -0.322
O -0.206 -0.141 -0.367
O -0.047 0.004 -0.628
O 0.217 0.198 0.61
O -0.431 0.156 -0.134
O -0.186 -0.283 0.186
O -0.539 0.225 -0.708
O 0.063 -0.092 -0.504
O 0.477 -0.175 -0.098
O 0.434 0.1 -0.439
O 0.215 0.495 0.009
O -0.055 -0.143 -0.482
O 0.155 -0.026 -0.359
O -0.4 0.047 0.366
O 0.3 -0.306 -0.17
O -0.295 -0.902 -0.012
O 0.054 0.02 -0.878
O 0.085 0.123 -0.717
O 0.353 0.174 -0.303
O 0.385 0.285 -0.04
O -0.089 0.049 0.152
O -0.255 0.111 0.153
O -0.49 0.037 -0.404
O 0.129 -0.193 -0.611
O 0.22 -0.129 0.135
O 0.289 0.074 -0.153
O -0.152 0.607 -0.006
O -0.385 -0.509 0.046
O 0.552 -0.105 -0.287
O -0.496 0.179 -0.146
O -0.213 0.427 0.034
O -0.174 0.426 0.277
O -0.268 -0.032 0.383
O 0.055 -0.659 -0.162
O -0.034 0.456 0.332
O -0.244 0.198 0.273
O 0.294 -0.213 0.001
O 0.154 -0.24 -0.109
O 0.329 0.537 -0.424
O 0.117 -0.509 -0.083
O -0.034 -0.116 -0.162
O 0.046 0.081 -0.599
O 0.138 -0.416 -0.364
O 0.01 0.009 0.12
O 0.08 -0.111 -0.312
O 0.381 0.285 -0.713
O -0.015 0.088 -0.168
O 0.079 -0.543 -0.075
O -0.105 -0.125 -0.472
O 0.012 -0.204 -0.866
O 0.266 0.416 -0.582
O 0.263 -0.611 -0.006
O 0.258 -0.291 -0.495
O -0.251 0.015 -0.389
O 0.067 -0.203 0.314
O 0.493 -0.019 -0.344
O -0.32 0.694 -0.272
O -0.099 0.096 -0.78
O 0.02 0.287 0.052
O -0.072 0.219 -0.127
O -0.071 -0.048 -0.594
O -0.709 0.009 -0.271
O 0.172 -0.429 0.069
O -0.62 -0.255 -0.56
O -0.687 -0.061 -0.113
O -0.267 -0.262 0.382
O 0.401 0.137 0.384
O 0.515 -0.139 0.457
O -0.281 -0.296 -0.122
O -0.006 0.085 -0.209
O -0.023 0.081 -0.441
O 0.013 -0.152 -0.222
O 0.219 0.398 -0.528
O 0.322 0.024 -0.348
O 0.126 0.43 0.434
O 0.179 0.242 0.318
O -0.572 0.072 -0.162
O -0.246 0.22 -0.412
O 0.113 -0.427 0.184
O 0.051 0.456 -0.672
O 0.405 0.377 0.593
O 0.032 0.186 -0.515
O 0.387 0.159 -0.416
O -0.194 -0.303 -0.556
O 0.192 -0.256 -0.565
O 0.129 0.478 -0.488
O 0.528 -0.032 -0.068
O 0.388 -0.346 -0.354
O -0.166 0.14 -0.34
O -0.118 0.318 0.186
O -0.11 -0.129 -0.127
O -0.356 0.253 0.099
O 0.092 -0.101 0.672
O 0.203 0.62 0.12
O 0.52 -0.026 -0.247
O -0.575 0.182 0.063
O 0.444 0.231 0.015
O 0.578 -0.563 0.36
O 0.526 0.228 0.226
O 0.039 0.143 -0.713
O 0.123 0.254 -0.149
O -0.485 -0.067 0.204
O 0.37 0.056 0.035
O -0.207 0.772 -0.229
O 0.043 0.013 -0.634
O -0.408 -0.066 0.086
O -0.306 -0.08 -0.561
O 0.457 0.139 0.159
O 0.149 -0.199 -0.301
O -0.395 -0.343 0.032
O 0.03 0.094 -0.203
O 0.009 -0.351 -0.579
O -0.144 0.381 -0.292
O 0.436 0.225 -0.171
O 0.284 0.261 0.434
O -0.366 0.079 -0.246
O 0.081 0.29 0.304
O -0.019 0.065 -0.365
O -0.474 0.284 -0.422
O -0.023 -0.485 0.359
O -0.138 -0.18 -0.799
O -0.006 -0.002 -0.411
O -0.118 -0.55 -0.255
O 0.357 0.355 -0.23
O -0.027 0.3 -0.104
O -0.437 -0.426 -0.172
O 0.43 -0.4 -0.359
O 0.124 -0.062 0.095
O 0.25 0.002 0.057
O 0.064 -0.308 0.519
O 0.235 0.168 -0.019
O -0.169 0.047 0.215
O 0.027 -0.004 -0.516
O 0.6 0.289 -0.176
O 0.26 -0.136 0.058
O -0.163 -0.305 0.336
O -0.569 -0.273 0.616
O -0.203 -0.012 0.125
O -0.535 0.339 -0.338
O -0.145 -0.12 0.12
O 0.103 -0.085 0.179
O -0.071 0.079 0.178
O 0.126 0.49 0.353
O -0.111 -0.005 -0.049
O -0.431 0.008 -0.112
O 0.059 -0.344 -0.077
O -0.178 -0.131 0.228
O -0.071 0.18 -0.353
O 0.421 -0.071 0.6
O 0.246 0.014 0.568
O 0.265 -0.312 0.386
O -0.663 0.298 0.139
O -0.177 0.053 0.537
O 0.328 -0.396 -0.093
O -0.373 0.193 -0.203
O -0.015 0.149 0.283
O -0.763 0.27 0.299
O 0.14 0.401 0.632
O 0.373 -0.085 0.075
O -0.048 0.455 0.132
O 0.448 -0.174 0.083
O -0.381 -0.209 0.229
O 0.227 0.062 -0.091
O -0.289 -0.527 0.06
O 0.228 -0.046 -0.242
O 0.227 0.754 -0.106
O 0.069 0.078 0.217
O 0.378 -0.002 -0.271
O 0.075 0 0.711
O 0.186 -0.214 0.275
O -0.154 -0.173 -0.175
O -0.888 -0.131 0.285
O -0.195 -0.57 -0.106
O 0.052 -0.45 -0.029
O 0.054 0.2 0.514
O -0.521 0.023 0.238
O -0.479 -0.07 0.39
O 0.209 -0.207 0.15
O -0.728 0.041 0.261
O -0.312 0.042 0.202
O -0.133 0.127 0.122
O 0.394 0.04 0.148
O 0.12 0.44 0.46
O 0.483 -0.074 -0.17
O 0.003 0.329 0.246
O -0.349 0.073 -0.306
O 0.107 0.261 -0.438
O -0.543 0.474 -0.072
O 0.056 -0.383 0.287
O -0.312 -0.066 0.143
O -0.013 0.37 0.642
O 0.348 -0.046 0.437
O 0.11 0.023 0.272
O 0.068 -0.512 0.2
O 0.298 -0.153 -0.19
O -0.359 0.261 -0.175
O -0.122 0.1 0.154
O -0.251 -0.166 0.241
O -0.495 0.451 -0.038
O 0.115 0.389 0.162
O 0.294 -0.396 -0.348
O -0.225 0.021 -0.451
O -0.215 -0.572 -0.378
O 0.319 -0.296 0.219
O 0.159 -0.607 0.028
O -0.102 0.547 -0.204
O -0.109 0.123 0.107
O 0.225 0.127 0.454
O -0.364 0.099 -0.422
O -0.322 -0.243 -0.181
O -0.521 -0.159 0.187
O -0.206 -0.001 0.403
O 0.004 0.078 -0.306
O 0.157 -0.617 0.081
O -0.13 -0.002 0.662
O -0.136 -0.381 -0.239
O -0.184 0.173 -0.187
O 0.197 -0.281 0.883
O -0.362 -0.182 0.319
O -0.047 -0.324 -0.147
O 0.213 0.093 0.513
O 0.273 0.027 0.385
O 0.303 -0.268 0.137
O -0.332 -0.015 0.352
O 0.479 0.002 0.134
O -0.398 -0.189 0.242
O 0.005 -0.005 0.502
O 0.232 0.27 -0.022
O 0.354 0.705 -0.206
O 0.049 0.116 0.271
O -0.421 0.297 0.642
O 0.422 0.374 -0.396
O -0.378 -0.154 -0.463
O -0.461 0.265 -0.377
O 0.028 -0.079 0.3
O -0.129 -0.251 0.509
O 0.128 -0.527 0.227
O -0.448 0.135 -0.059
O 0.109 0.11 0.047
O 0.232 -0.232 0.415
O 0.16 0.188 0.157
O -0.553 0.001 0.006
O -0.15 0.007 0.475
O 0.29 0.265 0.506
O 0.363 -0.062 0.1
O -0.024 0.341 -0.037
O -0.287 -0.064 -0.226
O -0.004 0.177 0.669
O -0.375 0.209 -0.077
O -0.323 0.045 0.214
O -0.074 -0.123 -0.011
O -0.067 -0.229 -0.234
O -0.192 0.059 0.245
O 0.021 0.464 0.133
O -0.197 -0.659 0.066
O 0.197 0.288 -0.134
O 0.423 -0.374 0.007
O -0.266 0.113 -0.067
O 0.475 -0.202 -0.087
O 0.566 -0.433 0.224
O -0.001 0.515 -0.607
O 0.138 0.392 -0.526
O 0.313 0.064 -0.468
O 0.311 0.718 0.43
O 0.038 0.275 0.383
O -0.136 -0.112 -0.609
O -0.305 -0.262 -0.28
O -0.468 -0.114 -0.112
O 0.2 0.115 0.675
O -0.071 0.157 0.603
O -0.088 0.362 -0.132
O -0.579 0.246 -0.067
O 0.379 0.589 0.452
O 0.451 0.166 0.429
O -0.216 0.087 -0.519
O -0.341 -0.478 0.67
O 0.07 -0.19 0.474
O -0.232 -0.448 -0.556
O -0.308 0.136 -0.398
O 0.019 -0.206 -0.245
O 0.025 0.558 0.061
O -0.475 -0.341 0.046
O 0.307 0.389 -0.22
O -0.194 -0.078 -0.562
O 0.321 -0.394 0.172
O 0.033 -0.019 0.257
O 0.158 0.002 -0.181
O 0.573 0.205 -0.47
O -0.303 0.059 0.806
O 0.068 0.492 -0.086
O 0.203 0.021 -0.625
O 0.34 0.397 0.216
O 0.558 -0.113 -0.132
O -0.363 0.285 -0.025
O -0.055 -0.097 0
O -0.477 -0.217 0.039
O 0.276 -0.084 -0.006
O 0.072 0.047 0.671
O -0.024 -0.212 -0.459
O -0.12 0.114 0.161
O 0.479 -0.154 0.123
O -0.36 0.651 0.109
O -0.505 -0.2 -0.078
O -0.153 -0.306 -0.042
O -0.502 0.05 -0.028
O 0.013 0.439 0.04
O -0.083 0.537 0.58
O 0.245 -0.179 0.104
O -0.28 0.433 -0.243
O 0.274 0.63 0.246
O 0.072 0.285 -0.336
O -0.191 0.063 0.026
O 0.127 0.485 -0.227
O -0.521 -0.149 0.308
O -0.126 -0.061 0.282
O 0.078 -0.13 0.865
O -0.524 -0.004 -0.494
O -0.011 0.183 0.034
O -0.232 0.27 0.419
O 0.135 -0.059 0.17
O 0.146 -0.333 0.388
O 0.279 -0.449 -0.189
O -0.271 -0.114 0.621
O -0.211 -0.373 -0.044
O 0.393 -0.077 0.088
O 0.014 0.371 0.214
O 0.377 -0.08 -0.142
O 0.634 -0.208 -0.209
O 0.094 0.014 0.153
O 0.172 -0.33 0.519
O -0.144 0.409 0.341
O -0.049 -0.067 0.421
O -0.098 0.148 -0.236
O 0.498 0.065 -0.174
O 0.162 0.304 0.078
O 0.043 -0.261 -0.057
O 0.052 -0.11 0.139
O 0.246 -0.243 0.114
O -0.569 -0.056 -0.264
O -0.221 0.05 0.163
O -0.088 0.701 -0.001
O 0.232 0.495 0.506
O -0.55 -0.335 -0.118
O -0.07 0.269 0.384
O 0.374 -0.625 0.319
O 0.238 -0.124 0.009
O -0.302 0.17 0.217
O -0.378 0.329 -0.675
O 0.188 -0.307 0.381
O -0.092 -0.34 -0.436
O -0.793 -0.391 -0.081
O 0.614 -0.055 0.2
O -0.341 -0.326 0.005
O -0.144 -0.188 -0.251
O 0.052 0.224 -0.285
O -0.117 0.567 -0.288
O 0.608 0.576 -0.097
O 0.356 0.404 -0.034
O 0.365 -0.232 0.453
O 0.212 0.185 1.067
O 0.065 0.02 0.077
O -0.126 -0.216 -0.239
O -0.179 0.162 0.152
O 0.476 0.172 0.305
O 0.018 -0.178 -0.428
O 0.7 -0.155 0.254
O 0.091 0.414 0.678
O 0.021 -0.157 0.29
O 0.179 0.345 0.156
O 0.102 0.398 -0.048
O 0.594 0.014 0.055
O -0.016 -0.497 -0.336
O 0.011 -0.195 0.114
O -0.385 0.587 0.326
O 0.142 0.115 -0.461
O -0.005 0.075 0.442
O 0.065 -0.166 0.083
O 0.235 -0.215 0.391
O -0.574 0.165 -0.279
O -0.297 -0.327 -0.305
O -0.281 -0.311 0.54
O -0.13 0.335 -0.5
O 0.206 0.111 0.012
O 0.158 -0.364 -0.265
O -0.255 0.063 0.343
O -0.114 -0.204 -0.064
O 0.706 -0.305 0.033
O 0.395 0.251 -0.346
O 0.003 -0.207 0.15
O -0.156 -0.317 0.234
O 0.58 0.564 0.236
O -0.516 -0.41 -0.16
O -0.183 0.154 0.356
O 0.183 0.05 -0.609
O -0.068 0.607 0.442
O -0.369 0.046 -0.267
O 0.373 0.14 -0.063
O -0.145 0.024 0.457
O -0.733 0.187 -0.566
O 0.099 -0.366 0.067
O 0.083 -0.261 -0.347
O 0.055 0.036 0.087
O -0.195 0.431 -0.376
O -0.186 0.174 0.007
O 0.016 -0.06 -0.172
O -0.265 0.187 0.509
O -0.301 0.012 -0.283
O -0.162 0.44 -0.61
O -0.459 -0.067 0.182
O 0.342 -0.292 -0.201
O 0.481 0.101 -0.306
O -0.388 0.251 0.216
O 0.201 -0.484 0.347
O -0.183 0.492 0.428
O 0.566 -0.317 -0.116
O 0.625 -0.116 0.003
O 0.034 0.18 0.087
O -0.201 0.191 0.123
O -0.583 0.134 0.15
O -0.044 0.225 0.212
O 0.019 -0.243 -0.019
O 0.123 -0.122 -0.211
O -0.391 -0.012 -0.636
O -0.22 0.549 0.366
O -0.115 -0.091 -0.27
O 0.12 -0.377 0.541
O 0.323 -0.588 -0.27
O 0.286 0.728 0.109
O -0.132 -0.38 0.023
O -0.403 0.301 -0.286
O -0.022 0.201 0.547
O 0.066 0.343 0.421
O 0.006 0.232 -0.315
O -0.457 -0.05 0.194
O 0.325 -0.147 0.135
O 0.065 0.104 0.711
O 0.126 -0.283 -0.053
O 0.333 0.105 -0.043
O -0.469 0.104 -0.283
O -0.191 -0.509 0.66
O -0.16 -0.127 0.129
O 0.251 -0.077 0.037
O 0.568 -0.06 0.035
O -0.159 -0.188 0.374
O 0.282 -0.146 0.469
O 0.432 0.006 -0.386
O -0.052 0.093 0.07
O 0.049 -0.193 -0.353
O -0.064 -0.009 0.432
O 0.148 -0.169 -0.433
O -0.68 0.16 0.281
O -0.058 -0.377 0.382
O 0.026 0.346 0.329
O -0.189 0.491 -0.055
O -0.365 -0.053 -0.652
O 0.243 -0.043 -0.154
O 0.285 -0.699 -0.247
O -0.321 -0.476 -0.025
O -0.275 -0.036 -0.023
O -0.096 -0.092 -0.502
O 0.135 -0.103 -0.506
O 0.116 0.197 0.124
O 0.205 0.136 0.32
O 0.504 0.029 0.271
O -0.291 0.074 0.461
O -0.331 -0.072 -0.604
O -0.173 0.244 -0.479
O -0.456 -0.086 0.532
O 0.148 -0.03 0.123
O 0.246 -0.054 0.274
O -0.018 -0.135 0.343
O 0.213 -0.232 0.1
O 0.343 -0.381 0.02
O 0.628 -0.405 0.088
O 0.289 0.23 0.467
O -0.214 -0.312 -0.101
O -0.289 0.037 -0.108
O -0.215 0.257 0.046
O 0.027 0.145 -0.117
O -0.525 0.111 0.279
O -0.552 0.055 0.176
O -0.147 -0.312 0.652
O 0.459 -0.221 0.101
O -0.491 0.021 0.012
O 0.264 0.181 0.048
O 0.002 0.161 -0.25
O 0.105 -0.492 0.399
O -0.14 -0.108 0.066
O 0.118 -0.103 0.876
O -0.044 -0.072 -0.184
O 0.189 0.159 0.536
O -0.024 0.072 0.526
O -0.37 -0.461 -0.071
O -0.277 0.108 -0.334
O 0.376 0.368 0.059
O -0.155 -0.128 -0.512
O -0.667 -0.105 0.198
O -0.56 0.42 -0.039
O -0.243 0.182 -0.632
O -0.635 0.057 -0.149
O -0.131 0.017 -0.417
O -0.255 -0.376 0.15
O 0.44 0.396 -0.013
O 0.283 -0.006 -0.308
O -0.095 -0.007 -0.241
O 0.059 0.042 0.029
O -0.485 0.267 0.144
O 0.173 -0.331 0.099
O -0.141 -0.265 0.396
O 0.412 -0.532 0.008
O 0.532 -0.355 -0.367
O -0.17 0.146 -0.55
O 0.459 -0.028 -0.159
O 0.164 0.139 -0.205
O 0.237 0.062 0.257
O -0.12 -0.132 0.327
O 0.148 -0.264 0.111
O -0.455 0.109 -0.309
O 0.242 -0.249 -0.351
O -0.083 0.016 -0.189
O -0.116 0.317 -0.656
O 0.438 -0.251 -0.038
O 0.12 -0.29 0.153
O 0.094 0.049 -0.284
O -0.093 0.297 0.342
O -0.455 0.312 -0.012
O 0.486 -0.254 -0.135
O -0.164 0.148 -0.832
O 0.037 0.199 0.09
O 0.559 0.073 -0.033
O -0.131 0.246 -0.003
O -0.19 0.356 -0.29
O -0.373 0.452 0.495
O 0.001 0.172 0.408
O -0.477 -0.693 0.414
O -0.205 -0.363 -0.078
O 0.093 0.298 0.27
O -0.032 0.273 0.095
O 0.573 -0.182 0.318
O -0.053 0.19 -0.408
O -0.391 0.62 0.098
O -0.044 0.025 0.144
O -0.081 -0.039 0.819
O 0.373 0.215 -0.507
O 0.017 0.355 -0.248
O 0.47 0.363 -0.514
O 0.379 0.684 0.137
O -0.278 -0.327 -0.516
O 0.261 0.465 -0.129
O -0.522 -0.344 -0.01
O -0.306 -0.066 0.268
O 0.554 0.014 -0.602
O 0.155 -0.757 0.219
O -0.58 -0.107 0.636
O 0.116 0.317 -0.167
O -0.647 -0.06 0.142
O -0.318 0.307 -0.287
O 0.527 -0.281 0.455
O -0.345 -0.007 0.268
O 0.593 -0.216 0.422
O 0.138 -0.109 0.403
O 0.159 -0.336 -0.44
O -0.197 -0.144 -0.316
O -0.125 -0.302 -0.106
O -0.16 0.361 -0.422
O -0.003 -0.396 -0.188
O 0.127 0.101 0.008
O -0.182 -0.675 -0.08
O -0.378 -0.156 0.515
O -0.07 0.29 0.184
O -0.001 0.001 -0.837
O 0.105 -0.484 -0.253
O 0.095 0.094 -0.28
O -0.358 0.371 0.209
O 0.088 -0.058 0.131
O 0.542 0.206 -0.618
O 0.469 -0.449 0.063
O -0.293 -0.517 -0.212
O -0.028 -0.175 0.036
O 0.277 -0.074 -0.286
O 0.346 -0.158 0.172
O 0.392 -0.465 -0.259
O -0.488 -0.105 -0.293
O -0.117 0.534 0.002
O 0.356 -0.063 0.305
O 0.202 -0.22 -0.477
O -0.47 -0.158 0.138
O -0.31 -0.167 0.28
O -0.06 -0.23 -0.385
O -0.107 -0.609 -0.338
O -0.069 0.204 -0.011
O 0.263 -0.165 -0.428
O -0.326 -0.345 0.083
O -0.146 0.613 0.036
O 0.004 -0.271 -0.167
O -0.819 0.434 0.126
O 0.031 0.248 -0.275
O 0.317 0.491 0.713
O -0.47 -0.204 0.108
O -0.173 -0.145 -0.363
O -0.437 0.134 -0.059
O -0.104 0.113 0.321
O 0.05 0.504 -0.219
O 0.294 0.271 0.057
O 0.146 0.095 0.556
O 0.003 -0.032 -0.095
O 0.117 0.145 -0.157
O -0.463 0.267 0.567
O 0.421 0.067 0.449
O 0.027 -0.124 -0.289
O -0.321 -0.183 -0.333
O -0.072 -0.041 -0.294
O -0.08 0.09 0.368
O -0.276 0.411 -0.082
O 0.309 0.237 -0.5
O 0.365 0.364 0.222
O -0.312 -0.174 0.711
O 0.24 0.598 -0.111
O -0.086 -0.16 -0.054
O 0.238 0.208 -0.26
O -0.193 -0.099 -0.028
O 0.172 -0.142 0.179
O -0.133 0.082 -0.173
O -0.316 0.101 -0.305
O 0.291 0.037 -0.309
O 0.039 -0.071 0.196
O -0.08 -0.28 -0.264
O -0.396 0.016 -0.138
O 0.083 0.277 -0.173
O 0.304 0.339 -0.867
O -0.559 -0.12 -0.322
O 0.465 0.116 0.677
O 0.673 0.004 0.02
O -0.044 -0.022 0.51
O 0.212 -0.267 0.127
O -0.417 0.22 -0.034
O -0.178 0.291 -0.367
O 0.124 0.019 -0.307
O -0.279 0.712 -0.279
O 0.35 -0.121 0.292
O 0.38 -0.286 -0.056
O -0.347 0.192 -0.382
O 0.173 0.399 -0.533
O 0.37 -0.199 0.48
O 0.38 -0.58 -0.074
O -0.128 -0.266 0.284
O -0.143 -0.519 0.031
O -0.058 0.291 0.226
O 0.121 0.101 0.322
O 0.079 -0.148 0.19
O -0.293 0.054 -0.526
O 0.116 -0.095 -0.215
O 0.461 -0.009 -0.601
O -0.058 -0.095 -0.219
O 0.197 -0.12 0.065
